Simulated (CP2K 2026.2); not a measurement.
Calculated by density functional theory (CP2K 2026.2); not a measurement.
Periodic cell of 1996 atoms, Si1440O556, from a study of silicon, its oxide and their interface. The atomic structure is a simulated model.
Doubt: the forces sum to 9.74 eV/angstrom along one axis rather than to zero, so they err by at least 0.0049 eV/angstrom per atom on average; the grid cutoff is modest.

Settings
functional: PBE
method: Gaussian and plane waves
basis set: DZVP-MOLOPT-SR-GTH
pseudopotentials: GTH-PBE
grid cutoff: 300 Ry, relative cutoff 40 Ry
k points: Gamma only
occupations: fixed
spin: none
net charge: 0

Cell vectors (angstrom)
a	65.28	0	0
b	0	16.32	0
c	-1.9364	-1.5759	33.3036

Atoms and the computed forces on them: element, x, y, z (angstrom), force x, y, z (eV/angstrom)
Si	1.338	-0.876	1.535	-0.008	-0.349	0.749
Si	3.759	2.005	1.166	0.302	-0.319	0.167
Si	1.444	4.163	1.483	-0.321	0.425	0.287
Si	3.324	7.128	0.311	-0.031	-0.143	0.166
Si	0.688	-6.184	1.37	0.113	0.075	-0.024
Si	4.128	-4.239	1.321	-0.266	0.094	0.712
Si	7.485	-1.393	1.286	0.208	0.217	0.614
Si	9.46	1.508	1.708	0.207	-0.035	0.658
Si	7.324	3.823	1.373	-0.302	0.209	0.714
Si	10.136	6.454	1.477	0.084	0.001	-0.021
Si	5.373	-7.004	0.752	0.208	-0.186	0.543
Si	9.269	-4.02	1.245	0.405	0.146	0.542
Si	12.537	-2.204	0.525	0.133	-0.22	0.239
Si	14.019	0.412	0.667	0.058	0.113	0.628
Si	11.773	4.625	1.485	-0.2	0.198	0.556
Si	14.157	7.362	1.676	0.041	0.099	-0.044
Si	12.396	8.971	1.766	0.363	-0.016	0.47
Si	14.658	-4.181	1.79	0.063	0.176	0.565
Si	16.577	-1.22	0.18	-0.037	0.01	0.075
Si	18.666	0.735	0.168	0.348	0.008	0.579
Si	16.964	3.047	1.048	-0.409	-0.128	0.527
Si	19.039	5.176	0.7	-0.012	0.41	0.443
Si	16.531	-6.705	1.265	-0.38	-0.356	0.484
Si	19.233	-4.579	-0.337	-0.004	0.069	0.086
Si	21.547	-2.702	-0.612	-0.067	-0.038	-0.012
Si	25.559	-0.082	0.411	-0.466	-0.196	0.288
Si	21.73	3.98	-0.235	0.027	0.009	0.141
Si	24.245	5.891	-0.355	0.057	0.039	0.022
Si	22.987	-7.602	0.112	-0.044	0.062	0.062
Si	26.555	-4.788	1.317	0.003	-0.046	0
Si	28.256	-1.611	1.337	0.121	0.054	0.672
Si	31.327	0.999	1.171	-0.446	0.275	0.111
Si	27.16	2.476	0.343	0.238	0.363	0.58
Si	30.932	6.198	1.225	0.012	0.153	0.658
Si	28.224	9.847	1.174	-0.01	0.467	0.473
Si	31.469	11.81	1.455	-0.44	0.349	0.194
Si	33.694	-1.12	1.137	0.433	-0.366	0.236
Si	37.096	1.151	1.467	-0.01	-0.088	0.458
Si	33.159	3.954	0.722	0.426	0.005	0.371
Si	-30.18	5.225	0.643	-0.43	-0.076	0.437
Si	33.564	9.485	1.126	0.148	-0.247	0.61
Si	36.505	12.142	1.175	0.149	-0.017	0.763
Si	37.923	-2.679	2.399	0.025	-0.013	-0.009
Si	41.515	1.746	1.325	-0.069	0.29	0.503
Si	39.998	3.643	1.274	0.012	-0.006	-0.036
Si	-22.748	6.453	1.404	-0.156	0.144	0.818
Si	39.397	9.054	1.044	-0.016	-0.031	-0.225
Si	-22.999	11.568	0.85	-0.477	-0.217	0.454
Si	-18.801	-0.847	-0.181	0.042	-0.034	0.15
Si	-16.438	0.911	0.269	-0.066	0.169	0.077
Si	-20.749	4.061	1.004	-0.173	-0.406	0.427
Si	-18.618	5.55	2.638	0.214	0.374	0.399
Si	-20.509	9.65	1.253	0.299	-0.115	0.687
Si	-17.63	12.865	1.338	-0.142	-0.165	0.598
Si	-14.534	-1.262	1.513	-0.133	-0.167	0.72
Si	-11.656	0.883	1.805	0.237	-0.012	0.491
Si	-14.736	4.797	1.252	0.5	0.305	0.194
Si	-11.474	6.432	1.794	0.212	-0.101	0.455
Si	-13.985	-6.119	0.676	-0.132	-0.239	0.496
Si	-10.482	-4.013	0.68	-0.325	0.137	0.45
Si	-9.935	-0.764	1.791	-0.122	0.091	0.498
Si	-6.813	1.162	1.843	-0.134	0.309	0.644
Si	-9.888	4.648	1.527	-0.059	-0.006	-0.075
Si	-7.227	7.438	1.564	0.143	-0.186	0.789
Si	-9.221	-6.538	1.812	-0.022	0.084	0.515
Si	-5.862	-2.84	0.641	-0.055	-0.178	0.491
Si	-4.313	-0.413	0.759	0.652	0.109	0.314
Si	-1.06	1.121	1.506	-0.079	0.218	0.737
Si	-3.506	4.494	1.11	0.094	0.111	0.564
Si	-1.585	7.213	1.715	0.14	0.062	0.764
Si	-3.829	-6.991	1.549	-0.077	0.25	0.712
Si	-0.917	-4.403	1.715	0.007	0.095	-0.012
Si	2.831	0.346	2.772	0.058	0.112	-0.068
Si	5.483	2.886	2.586	0.014	-0.059	-0.032
Si	2.786	5.562	2.799	-0.433	-0.226	0.27
Si	5.992	8.838	2.938	-0.032	0.023	0.002
Si	2.566	-5.368	2.626	-0.05	-0.041	0.018
Si	5.258	-2.722	2.729	-0.216	-0.386	0.397
Si	8.264	-0.012	2.974	-0.052	-0.057	-0.048
Si	10.922	2.894	2.842	0.004	0.012	-0.077
Si	8.318	5.516	2.668	-0.005	0.015	-0.032
Si	10.841	7.999	3.129	-0.04	-0.059	0.037
Si	7.74	10.525	3.102	-0.223	-0.183	0.458
Si	10.698	-2.922	2.854	-0.397	-0.326	0.222
Si	14.151	0.683	2.952	0.012	-0.03	-0.087
Si	15.88	2.379	2.981	-0.037	0.034	-0.02
Si	13.43	5.51	2.849	-0.032	-0.055	-0.005
Si	15.895	-8.093	2.954	0.046	-0.04	0.002
Si	13.306	-5.551	2.995	-0.069	-0.018	0.038
Si	16.109	-2.651	2.825	-0.35	-0.417	0.355
Si	19.475	0.796	2.465	-0.026	-0.007	-0.022
Si	21.317	2.482	2.536	-0.199	-0.195	0.488
Si	19.507	6.223	2.704	0.031	-0.012	0.031
Si	21.333	-8.451	2.608	-0.112	-0.172	0.439
Si	18.954	-5.396	2.472	-0.002	0.024	0.787
Si	22.123	-1.912	2.449	0.293	0.091	0.494
Si	24.116	-0.448	2.387	-0.02	-0.005	-0.025
Si	27.74	3.288	2.519	-0.007	-0.06	-0.065
Si	25.086	6.062	2.695	0.181	0.234	0.651
Si	26.88	-8.586	2.861	-0.286	-0.276	0.355
Si	24.559	-5.677	2.005	0.461	0.268	-0.286
Si	27.136	-3.02	2.753	0.018	0.039	-0.025
Si	29.793	-0.176	2.506	-0.018	-0.015	-0.026
Si	32.452	2.619	2.518	-0.038	0.034	-0.033
Si	29.513	5.032	2.731	-0.053	-0.035	-0.046
Si	32.381	7.873	2.437	-0.032	-0.099	0.009
Si	29.852	10.666	2.704	-0.074	0.059	-0.065
Si	32.664	-2.786	2.544	0	0.011	0.02
Si	35.29	0.023	2.513	0.052	-0.093	-0.024
Si	38.2	2.814	2.652	0.011	0.049	-0.005
Si	35.721	5.91	2.711	-0.323	-0.341	0.246
Si	38.042	8.013	2.694	0.417	0.355	0.215
Si	35.268	10.633	2.477	-0.065	-0.028	0.018
Si	38.697	-0.631	1.372	-0.11	-0.048	0.538
Si	40.575	0.065	2.646	-0.008	-0.054	-0.091
Si	-21.916	2.696	2.522	-0.025	-0.032	-0.08
Si	-24.382	5.332	2.669	-0.033	0.028	-0.036
Si	-21.614	8.092	2.64	-0.002	-0.012	0.02
Si	-24.548	10.6	2.365	0.066	0.073	-0.034
Si	-21.799	-2.653	2.757	-0.15	-0.252	0.604
Si	-19.749	-0.242	2.441	-0.219	0.574	0.329
Si	-16.353	2.501	2.799	-0.127	-0.107	0.625
Si	-16.927	6.978	1.539	-0.126	0.035	0.615
Si	-15.938	8.423	3.103	-0.016	0.044	-0.047
Si	-18.966	11.06	2.456	0.083	-0.055	-0.027
Si	-16.045	-2.627	2.81	0.126	-0.033	0.034
Si	-13.374	-0.036	3.064	0.055	-0.006	-0.018
Si	-10.786	2.821	2.805	0.027	-0.014	0.025
Si	-13.337	5.588	2.921	-0.023	0.081	0.003
Si	-10.677	8.289	2.981	0.025	0.108	0.021
Si	-14.202	10.099	2.964	0.072	0.001	0.009
Si	-10.737	-2.777	2.733	0.065	-0.02	-0.014
Si	-8.252	0	3.162	-0.044	-0.049	0
Si	-5.42	2.731	2.828	-0.347	-0.094	0.375
Si	-8.195	5.645	2.816	0.006	0.05	-0.04
Si	-5.47	8.299	2.88	-0.035	-0.007	-0.036
Si	-7.852	-5.129	3.139	0.083	0.035	-0.037
Si	-6.155	-3.362	2.904	-0.026	0.028	0.006
Si	-2.781	0.041	2.619	-0.059	-0.036	-0.072
Si	-0.025	2.852	2.743	-0.018	-0.015	-0.044
Si	-2.681	5.605	2.953	-0.045	-0.035	-0.085
Si	-0.025	8.445	2.853	-0.002	-0.031	0.06
Si	-2.69	-5.41	2.89	-0.033	-0.023	-0.062
Si	0.132	-2.589	2.745	0.011	0.035	-0.031
Si	1.376	1.559	4.148	-0.048	-0.027	0.089
Si	4.184	4.204	4.107	0.026	-0.043	-0.063
Si	1.395	6.98	4.086	0.016	-0.009	0.01
Si	4.069	9.695	4.074	0.031	-0.005	-0.031
Si	1.404	-3.97	4.149	0.02	0.027	-0.015
Si	4.047	-1.226	4.099	-0.004	0.007	-0.004
Si	6.727	1.417	4.062	-0.006	0.049	-0.02
Si	9.523	4.184	4.219	0.016	0.034	-0.02
Si	6.907	6.918	4.015	-0.033	0.004	-0.054
Si	9.465	9.489	4.31	0.002	0.073	-0.025
Si	6.723	12.36	4.183	-0.012	0.04	-0.017
Si	9.589	-1.377	4.267	0.025	-0.032	-0.047
Si	12.332	1.559	4.148	-0.02	-0.017	0.018
Si	14.918	4.187	4.114	-0.004	0.011	0.015
Si	12.257	6.772	4.454	0.003	0.003	-0.082
Si	14.801	-6.682	4.389	-0.022	-0.038	-0.07
Si	12.084	-4.089	4.298	-0.001	-0.004	0.004
Si	14.953	-1.174	4.185	-0.006	-0.011	0.006
Si	17.751	1.468	4.03	0.051	-0.057	-0.012
Si	20.387	4.27	3.866	-0.039	0.006	0.024
Si	17.642	6.995	3.978	-0.012	-0.053	-0.015
Si	20.362	-6.7	3.873	-0.029	0.012	-0.039
Si	17.656	-4.003	3.955	0.03	-0.019	-0.058
Si	20.381	-1.016	3.742	-0.04	-0.061	-0.01
Si	23.115	1.365	3.696	0.021	-0.033	-0.041
Si	25.964	4.187	3.859	-0.03	0.02	-0.098
Si	23.158	6.882	3.871	-0.023	-0.014	-0.009
Si	25.9	-7.025	4.298	0.511	-0.27	0.221
Si	22.913	-3.827	3.634	-0.217	0.274	0.432
Si	25.716	-1.469	3.858	-0.006	0.017	-0.004
Si	28.564	1.395	3.799	-0.009	0.02	-0.014
Si	31.198	3.97	3.971	0.032	0.028	0.058
Si	28.523	6.654	4.099	0.024	0.054	0.009
Si	31.239	9.297	3.954	0.05	-0.012	0.058
Si	28.613	12.117	4.087	0.052	-0.071	-0.007
Si	31.23	-1.455	3.896	0.018	-0.06	0.017
Si	33.955	1.38	3.866	-0.011	-0.005	0.043
Si	36.764	4.168	3.928	-0.036	-0.02	0.006
Si	33.941	6.828	3.916	-0.039	0.018	-0.004
Si	36.702	9.487	3.949	0.059	-0.008	-0.024
Si	34.033	12.14	3.873	-0.022	0.002	0.031
Si	36.622	-1.394	3.908	0.008	0.044	-0.066
Si	39.386	1.414	4.12	0.016	0.034	-0.004
Si	-23.072	4.036	4.069	-0.025	-0.02	-0.007
Si	-25.775	6.713	3.986	-0.008	0.042	-0.028
Si	-23.126	9.417	3.898	0.003	0.03	-0.021
Si	-25.877	12.196	3.683	-0.036	-0.053	-0.053
Si	-23.319	-1.352	3.958	0.065	-0.018	0
Si	-20.607	1.338	3.904	0.04	0.014	-0.005
Si	-17.669	3.965	4.101	0.026	0.001	0.001
Si	-20.232	6.743	3.971	0.025	-0.027	-0.004
Si	-17.715	9.64	4.037	-0.047	0.047	0.003
Si	-20.417	12.171	3.985	-0.032	0.07	-0.005
Si	-17.491	-1.461	4.199	0.213	-0.301	0.394
Si	-14.927	1.273	4.217	-0.033	0.046	-0.029
Si	-12.238	4.006	4.234	0.009	0.009	-0.029
Si	-14.847	6.76	4.316	0.02	-0.041	0.096
Si	-12.312	9.399	4.216	-0.027	0.015	-0.04
Si	-14.96	12.062	4.094	0.005	0.003	-0.045
Si	-12.164	-1.591	4.245	-0.016	0.013	0.08
Si	-9.538	1.496	4.35	-0.059	-0.016	-0.06
Si	-6.764	4.216	4.097	0.01	-0.017	-0.043
Si	-9.479	6.843	4.366	0.035	-0.055	0.014
Si	-6.733	-6.744	4.386	-0.038	-0.042	-0.004
Si	-9.51	12.302	4.32	-0.012	0.007	0.008
Si	-6.886	-1.52	4.264	0.072	0.005	-0.053
Si	-4.058	1.349	4.151	0.002	0.018	-0.002
Si	-1.352	4.145	4.183	0.054	-0.001	0.001
Si	-4.171	6.868	4.235	0.006	-0.005	-0.004
Si	-1.396	-6.711	4.335	0.015	-0.017	-0.035
Si	-4.206	-4.098	4.122	-0.028	0.057	-0.058
Si	-1.433	-1.342	4.022	0.002	-0.029	-0.001
Si	-0.038	0.081	5.397	-0.008	0.013	-0.024
Si	2.776	2.868	5.494	-0.049	0.024	-0.004
Si	0.055	5.545	5.465	0.023	-0.01	0.011
Si	2.778	8.286	5.469	-0.029	-0.018	-0.005
Si	0.029	-5.313	5.549	0.004	-0.02	-0.029
Si	2.722	-2.594	5.51	0.029	-0.018	0.006
Si	5.427	0.078	5.488	0.019	-0.003	-0.006
Si	8.114	2.775	5.462	-0.029	-0.029	-0.037
Si	5.523	5.585	5.43	-0.021	0.009	0.025
Si	8.13	8.148	5.627	-0.018	-0.023	0.015
Si	5.337	11.044	5.553	-0.03	-0.005	-0.048
Si	8.132	-2.662	5.569	0.017	-0.042	0.009
Si	10.972	0.095	5.474	0.005	-0.016	-0.003
Si	13.611	2.882	5.583	0.005	0.02	-0.013
Si	10.841	5.447	5.702	-0.008	-0.029	-0.025
Si	13.559	-8.098	5.727	0.012	-0.015	0.04
Si	10.781	-5.431	5.659	0.018	0.029	0.024
Si	13.541	-2.601	5.47	0.014	-0.012	-0.011
Si	16.466	0.07	5.473	-0.042	0.007	-0.026
Si	19.046	2.928	5.327	-0.012	0.013	-0.024
Si	16.367	5.551	5.376	0.008	0.01	0.022
Si	18.999	-7.983	5.349	0.004	0.009	-0.017
Si	16.328	-5.29	5.474	0.018	0.056	-0.018
Si	19.096	-2.557	5.168	0.014	-0.028	-0.011
Si	21.79	0.12	5.242	0.008	0.005	0.05
Si	24.503	2.74	5.073	-0.007	-0.009	0.007
Si	21.848	5.465	5.257	-0.018	0.051	-0.018
Si	24.401	-8.265	5.521	0.015	-0.086	0.008
Si	21.768	-5.318	5.146	0.069	0.002	0.001
Si	24.412	-2.813	5.225	-0.06	-0.039	-0.019
Si	27.136	-0.004	5.114	0.027	-0.007	-0.019
Si	29.913	2.587	5.342	-0.034	0.005	-0.033
Si	27.174	5.363	5.471	-0.003	0.011	0.047
Si	29.907	8.036	5.377	0.002	-0.007	0.007
Si	27.255	10.792	5.445	-0.019	0.029	0.01
Si	29.941	-2.771	5.348	0.003	0.019	0.008
Si	32.621	-0.046	5.222	-0.026	-0.009	-0.008
Si	35.353	2.737	5.219	0.006	0.032	0.003
Si	32.634	5.369	5.248	0.006	-0.006	0.004
Si	35.311	8.159	5.316	0.004	-0.042	-0.002
Si	32.617	10.786	5.221	0.011	0.023	0.004
Si	35.342	-2.803	5.281	-0.014	-0.003	-0.002
Si	37.992	-0.045	5.31	-0.016	-0.001	0.046
Si	-24.457	2.705	5.435	0.023	-0.005	0.007
Si	-27.163	5.414	5.372	-0.022	-0.004	0.029
Si	-24.441	8.098	5.321	0.014	-0.001	0.042
Si	-27.19	10.898	5.204	0.011	0.02	0.014
Si	-24.597	-2.814	5.237	-0.022	-0.03	0.007
Si	-21.889	-0.035	5.33	0.004	0.008	-0.003
Si	-19.137	2.614	5.337	0.01	0.001	-0.01
Si	-21.663	5.41	5.346	-0.001	0.006	-0.003
Si	-19.017	8.171	5.372	0.063	0.007	0.006
Si	-21.793	10.798	5.301	-0.01	-0.008	0.008
Si	-19.055	-2.787	5.401	0.041	-0.004	-0.067
Si	-16.289	-0.044	5.584	-0.059	0.014	0.021
Si	-13.624	2.68	5.572	-0.014	-0.04	0
Si	-16.301	5.33	5.49	0.025	-0.026	-0.001
Si	-13.55	8.09	5.707	-0.016	0.011	0
Si	-16.404	10.9	5.521	0.021	-0.027	0.014
Si	-13.605	-2.9	5.528	-0.056	-0.004	-0.031
Si	-10.884	-0.045	5.573	0.04	-0.061	-0.043
Si	-8.081	2.826	5.569	0.035	0.049	-0.018
Si	-10.886	5.41	5.599	-0.024	0.007	-0.021
Si	-8.114	8.182	5.68	0.018	0.026	-0.003
Si	-10.95	10.861	5.523	-0.011	0.007	-0.029
Si	-8.213	-2.712	5.747	0.023	-0.03	0.012
Si	-5.432	-0.058	5.483	0.004	-0.027	-0.024
Si	-2.71	2.74	5.514	-0.037	0.006	-0.034
Si	-5.467	5.486	5.587	-0.044	-0.013	0.014
Si	-2.746	8.185	5.602	-0.011	-0.026	-0.022
Si	-5.359	-5.422	5.688	-0.028	0.02	0.024
Si	-2.781	-2.685	5.433	0.021	-0.053	-0.01
Si	1.376	-1.311	17.806	-0.013	0.02	-0.004
Si	4.113	1.432	17.837	-0.002	-0.025	0.039
Si	1.441	4.209	17.793	0.021	0	0.012
Si	4.142	6.893	17.814	0.028	-0.008	0.005
Si	1.331	-6.78	17.735	0.011	-0.025	-0.007
Si	4.091	-4.025	17.801	-0.02	-0.004	0.045
Si	6.869	-1.186	17.7	0.043	0.029	0.002
Si	9.592	1.502	17.754	-0.003	-0.041	-0.014
Si	6.926	4.257	17.845	0.031	0.009	0.008
Si	9.556	6.927	17.839	0.009	-0.016	0.003
Si	6.811	9.589	17.812	0	-0.01	0.007
Si	9.578	-3.949	17.655	0.006	-0.013	-0.013
Si	12.315	-1.216	17.657	0.006	-0.002	-0.006
Si	15.028	1.513	17.673	0.026	-0.018	-0.007
Si	12.343	4.207	17.733	0.04	0.01	-0.001
Si	15.018	-9.447	17.701	0.007	-0.024	0.016
Si	12.274	-6.711	17.733	0.005	-0.019	0.005
Si	15.029	-3.962	17.585	-0.019	0.02	-0.009
Si	17.804	-1.224	17.606	-0.022	0.009	-0.004
Si	20.488	1.413	17.653	0.007	0.01	0.008
Si	17.762	4.152	17.656	0.001	0.023	-0.01
Si	20.488	-9.557	17.689	0.019	0.008	0.005
Si	17.775	-6.73	17.636	0.019	0.008	-0.007
Si	20.479	-4.008	17.578	0.005	0.008	0
Si	23.196	-1.327	17.548	0.021	-0.017	-0.014
Si	25.91	1.349	17.597	-0.006	-0.04	0.007
Si	23.179	4.049	17.7	0.01	-0.029	0.016
Si	25.89	-9.601	17.565	-0.004	0.002	-0.009
Si	23.194	-6.861	17.537	-0.032	0.016	-0.03
Si	25.886	-4.142	17.506	-0.03	-0.005	-0.013
Si	28.521	-1.421	17.458	-0.031	-0.006	0
Si	31.282	1.303	17.498	-0.001	-0.011	0.051
Si	28.58	4.041	17.561	0.02	0.003	-0.014
Si	31.261	6.722	17.516	-0.015	-0.012	-0.006
Si	28.578	9.448	17.516	0.008	-0.001	-0.009
Si	31.204	-4.115	17.509	0.007	0.001	0.013
Si	33.92	-1.435	17.558	-0.012	0.019	-0.011
Si	36.663	1.319	17.529	-0.009	-0.008	0.023
Si	33.985	4.08	17.404	0.009	0.038	0.009
Si	36.708	6.857	17.589	-0.027	0.029	-0.009
Si	33.941	9.458	17.507	0.023	0.01	-0.011
Si	36.607	-4.126	17.672	0.006	-0.021	0.026
Si	39.307	-1.444	17.604	-0.009	0.01	0.001
Si	-23.186	1.352	17.652	-0.01	0.059	0.01
Si	-25.835	4.103	17.654	0.019	0.034	0.017
Si	-23.311	6.744	17.708	-0.01	-0.058	0.011
Si	-25.939	9.498	17.753	0.026	-0.027	0.006
Si	-23.238	-4.204	17.801	-0.017	0.021	0.015
Si	-20.488	-1.438	17.764	0.023	-0.007	0.048
Si	-17.827	1.325	17.672	0.007	0.001	0.001
Si	-20.573	4.049	17.628	0.024	-0.036	-0.027
Si	-17.817	6.803	17.681	0.009	0.003	0.01
Si	-20.564	9.506	17.772	0.015	0.027	-0.017
Si	-17.758	-4.054	17.653	0.035	0.016	0.001
Si	-15.067	-1.363	17.656	-0.015	0.003	-0.018
Si	-12.269	1.388	17.678	0.018	0.015	0.001
Si	-15.054	4.045	17.675	0.003	-0.012	0
Si	-12.324	6.792	17.678	0.003	0.02	-0.015
Si	-15.049	9.492	17.605	-0.009	-0.001	-0.001
Si	-12.256	-4.061	17.691	0.002	0.014	0.009
Si	-9.527	-1.4	17.72	0.032	-0.009	0.003
Si	-6.826	1.238	17.715	-0.019	0.014	0.023
Si	-9.592	4.038	17.725	-0.024	0.023	-0.003
Si	-6.844	6.804	17.676	0.037	-0.022	0.006
Si	-9.601	9.449	17.615	-0.049	-0.028	0.016
Si	-6.813	-4.114	17.616	-0.012	0.013	0.017
Si	-4.057	-1.398	17.575	0.051	0.007	-0.002
Si	-1.341	1.4	17.681	-0.003	0.036	0.004
Si	-4.012	4.028	17.734	-0.006	0.005	-0.014
Si	-1.31	6.838	17.765	-0.018	0.011	0.004
Si	-4.083	9.543	17.77	-0.022	0.008	0.007
Si	-1.307	-4.042	17.799	-0.005	-0.036	0.039
Si	2.714	0.037	19.205	0.032	-0.017	0.018
Si	5.513	2.879	19.095	0.008	0.012	0.008
Si	2.793	5.583	19.221	-0.005	-0.018	0.034
Si	5.49	8.201	19.249	0.024	0.017	-0.006
Si	2.692	-5.482	19.1	0.061	-0.024	0.007
Si	5.501	-2.543	19.009	-0.023	-0.033	0.003
Si	8.216	0.163	19.117	-0.003	0.03	0.003
Si	10.996	2.855	19.088	-0.008	0.002	-0.012
Si	8.294	5.585	19.34	0.005	0.014	0.001
Si	10.924	8.293	19.191	0.01	0.051	0.004
Si	8.222	11.032	19.014	-0.012	0.01	-0.023
Si	10.944	-2.578	18.984	0.008	0.008	-0.009
Si	13.663	0.163	19.012	-0.009	-0.013	0.032
Si	16.363	2.891	19.051	-0.05	0.067	-0.008
Si	13.717	5.507	19.149	0.021	-0.039	-0.008
Si	16.387	-8.053	18.991	-0.017	-0.046	0.04
Si	13.628	-5.243	18.964	0.007	0.035	-0.031
Si	16.462	-2.634	18.877	-0.019	-0.026	0.024
Si	19.083	0.156	19.046	-0.058	-0.023	0.003
Si	21.866	2.654	19.114	0.032	0.002	0.008
Si	19.146	5.383	19.086	-0.047	-0.054	0.053
Si	21.899	-8.19	18.98	0.037	-0.007	-0.008
Si	19.163	-5.364	18.967	-0.035	0.019	0.03
Si	21.844	-2.64	18.915	-0.005	0.011	0.009
Si	24.575	-0.036	18.947	-0.014	0.017	-0.036
Si	27.254	2.717	18.977	0.002	0.021	0.02
Si	24.585	5.401	19.025	-0.011	-0.004	0.027
Si	27.302	-8.292	18.888	0.005	-0.006	-0.024
Si	24.598	-5.559	18.858	0.012	-0.008	0.004
Si	27.183	-2.748	18.861	0.004	-0.014	-0.004
Si	29.9	-0.113	18.786	0.025	0.004	-0.025
Si	32.648	2.759	18.757	0.016	0.014	-0.049
Si	29.946	5.373	18.935	-0.012	0.008	-0.043
Si	32.62	8.073	18.85	-0.02	-0.003	0.003
Si	29.889	10.826	18.882	-0.014	-0.022	0.019
Si	32.502	-2.763	18.918	-0.011	0.032	-0.024
Si	35.254	-0.015	18.864	-0.024	-0.014	-0.043
Si	38.081	2.655	18.849	-0.007	0.044	0.005
Si	35.306	5.44	18.77	0.035	0.041	-0.082
Si	37.954	8.183	19.136	0.006	0.004	-0.013
Si	35.193	10.785	18.965	0.044	0.01	-0.042
Si	37.928	-2.719	19.054	0.039	0.024	-0.02
Si	40.696	-0.068	18.879	-0.014	-0.025	-0.039
Si	-21.869	2.721	19.084	0.014	-0.004	-0.015
Si	-24.591	5.433	19.237	0.042	0.043	0.033
Si	-22.026	8.12	19.083	-0.021	0.002	0.001
Si	-24.645	10.804	19.257	-0.042	-0.052	-0.045
Si	-21.761	-2.929	19.13	-0.02	-0.028	-0.024
Si	-19.184	0.029	19.112	-0.007	0.017	-0.008
Si	-16.429	2.662	18.999	0.013	0.012	-0.004
Si	-19.256	5.434	18.957	-0.016	-0.027	-0.014
Si	-16.391	8.156	18.994	0.024	-0.007	-0.001
Si	-19.097	10.912	19.009	-0.004	-0.003	-0.038
Si	-16.447	-2.666	19.053	-0.016	-0.021	0.046
Si	-13.653	0.001	18.935	-0.011	0.026	-0.032
Si	-10.929	2.68	19.14	0.025	-0.02	0.025
Si	-13.708	5.442	19.008	0.01	-0.01	-0.01
Si	-10.934	8.12	19.045	0.004	-0.017	0.013
Si	-13.68	10.864	18.913	0	-0.031	-0.002
Si	-10.891	-2.713	19.115	-0.014	-0.032	0.033
Si	-8.139	-0.147	19.154	0.002	0.011	0.042
Si	-5.364	2.545	18.983	0.092	-0.046	0.043
Si	-8.226	5.45	19.008	-0.016	0.019	-0.02
Si	-5.507	8.154	19.06	-0.02	0.01	-0.031
Si	-8.226	-5.5	18.88	0.081	0.023	0.013
Si	-5.387	-2.771	18.903	-0.003	-0.044	-0.005
Si	-2.701	-0.067	18.921	-0.041	-0.022	-0.041
Si	0.018	2.8	19.004	-0.057	0.007	-0.05
Si	-2.639	5.419	19.08	0.036	-0.035	0.006
Si	-0.019	-8.083	19.17	-0.037	-0.007	0.011
Si	-2.698	-5.407	19.136	-0.02	0.007	-0.048
Si	0.07	-2.699	19.211	0.018	0.014	0.01
Si	1.291	1.494	20.43	-0.011	-0.037	0.05
Si	4.216	4.197	20.537	0.003	0.034	-0.006
Si	1.375	6.966	20.562	0.063	0.02	0.019
Si	4.038	-6.778	20.547	-0.077	0.002	-0.076
Si	1.458	-4.117	20.551	-0.051	0.01	0.045
Si	4.157	-1.335	20.516	-0.018	0.017	0.016
Si	6.884	1.6	20.473	0.015	0.011	0
Si	9.837	4.217	20.605	0.051	0.06	0.027
Si	6.86	6.93	20.742	-0.001	0.002	0.018
Si	9.543	9.785	20.466	0.043	0.016	-0.019
Si	6.873	-3.896	20.315	0.035	0.02	-0.02
Si	9.633	-1.234	20.373	-0.008	-0.004	-0.011
Si	12.321	1.502	20.461	-0.004	-0.02	0.012
Si	15.064	4.146	20.601	0.002	0.025	0.008
Si	12.391	6.921	20.481	-0.032	-0.05	-0.033
Si	15.078	-6.514	20.246	0.062	0.034	-0.032
Si	12.266	-3.905	20.378	-0.03	-0.075	-0.013
Si	15.099	-1.27	20.167	0.032	-0.015	-0.035
Si	17.664	1.545	20.419	0.036	-0.075	0.051
Si	20.456	3.922	20.534	-0.029	-0.003	0.04
Si	17.711	-9.507	20.304	0.003	-0.005	-0.052
Si	20.543	-6.779	20.263	-0.025	0.017	-0.044
Si	17.835	-3.916	20.29	0.046	-0.013	-0.023
Si	20.544	-1.19	20.298	0.001	-0.021	0.005
Si	23.365	1.31	20.43	0.009	0.017	0.003
Si	25.959	4.071	20.438	-0.012	-0.031	-0.017
Si	23.242	-9.556	20.396	-0.014	0.008	-0.017
Si	25.958	-6.965	20.224	-0.043	0.029	0.004
Si	23.227	-4.141	20.096	-0.038	0.029	-0.008
Si	25.839	-1.467	20.311	-0.022	0.005	0.016
Si	28.67	1.271	20.172	0.006	-0.037	-0.027
Si	31.316	3.972	20.233	-0.022	0.017	0.006
Si	28.629	-9.608	20.344	0.027	0.02	-0.021
Si	31.26	9.419	20.187	0.026	-0.027	-0.016
Si	28.511	-4.106	20.201	-0.014	-0.004	0.03
Si	31.162	-1.388	20.297	-0.01	0.049	0.066
Si	33.916	1.407	20.139	-0.027	-0.038	0.045
Si	36.701	4.1	20.025	-0.023	-0.007	0.077
Si	33.953	6.684	20.206	0.043	-0.037	0.01
Si	36.472	9.487	20.48	0.054	0.033	0.034
Si	33.747	-4.218	20.259	-0.024	0.05	0.057
Si	36.52	-1.29	20.338	-0.073	0.004	0.048
Si	39.382	1.281	20.257	-0.01	-0.039	0.033
Si	-23.181	3.993	20.588	-0.067	0.024	0.015
Si	39.263	6.854	20.609	-0.045	-0.051	-0.031
Si	-23.388	9.297	20.677	-0.356	-0.195	-0.335
Si	39.152	-4.125	20.53	0.038	-0.073	0.026
Si	42.054	-1.454	20.173	-0.006	0.007	0.016
Si	-20.538	1.41	20.52	0.016	0.02	0.002
Si	-17.852	4.083	20.217	-0.037	-0.022	-0.023
Si	-20.679	6.707	20.363	-0.015	-0.025	-0.033
Si	-17.777	9.502	20.313	0.014	-0.003	-0.038
Si	-20.288	-4.173	20.624	0.008	0.06	0.053
Si	-17.775	-1.257	20.48	0.012	0.006	0.03
Si	-14.993	1.307	20.32	-0.023	-0.021	0.019
Si	-12.319	4.171	20.397	0.023	0.003	-0.02
Si	-15.084	6.785	20.373	0.024	-0.024	-0.026
Si	-12.335	9.552	20.3	0.013	0.007	-0.001
Si	-15.051	-4.128	20.252	0.023	-0.023	0.006
Si	-12.392	-1.335	20.368	0.005	0.039	-0.01
Si	-9.612	1.162	20.478	-0.022	-0.008	0.014
Si	-6.806	3.958	20.099	-0.051	0.035	0
Si	-9.555	6.792	20.463	0.007	-0.007	-0.016
Si	-6.925	9.559	20.342	-0.005	-0.015	-0.007
Si	-9.442	-4.164	20.346	0	0.036	0.098
Si	-6.647	-1.556	20.42	-0.019	0.05	0.025
Si	-4.057	1.109	20.393	-0.049	-0.047	0.018
Si	-1.28	4.062	20.482	0.008	0.042	0.035
Si	-4.072	6.78	20.315	-0.056	0.017	-0.024
Si	-1.386	-6.728	20.571	0.012	0.021	0.016
Si	-4.11	-4.038	20.401	0.03	0.028	-0.003
Si	-1.427	-1.324	20.419	0.014	-0.017	0.021
Si	-0.304	0.306	21.709	-0.038	-0.051	-0.57
Si	2.671	2.888	21.734	0.022	0.061	0.108
Si	0.158	5.426	21.847	0.004	-0.039	0.03
Si	2.634	8.306	22.1	0.052	0.014	0.026
Si	-0.05	-5.32	21.992	0.309	-0.343	-0.282
Si	3.423	-3.312	21.693	0.022	0.046	0.01
Si	5.41	0.249	21.732	-0.076	0.027	0.028
Si	8.37	2.896	21.873	-0.028	-0.049	0.019
Si	5.471	5.484	22.133	0.018	-0.049	0.034
Si	8.079	8.657	21.912	-0.026	0.003	0.033
Si	5.205	-4.986	21.526	-0.051	-0.031	0.019
Si	8.202	-2.524	21.698	-0.043	0.015	0.056
Si	10.975	0.1	21.78	-0.03	-0.021	0.021
Si	13.761	2.617	21.986	0.084	0.048	0.063
Si	11.357	5.477	22.075	0.337	-0.313	-0.286
Si	13.66	8.549	21.567	0.032	0.024	0.028
Si	10.836	11.225	21.847	0.047	0.02	0.05
Si	13.738	-2.527	21.536	-0.024	0.081	0.001
Si	16.33	0.052	21.62	-0.044	0.011	0.003
Si	18.916	2.703	22.059	0.007	0.124	-0.024
Si	16.378	5.663	21.902	0.012	0	0.072
Si	19.123	-8.118	21.514	-0.006	0.012	0.029
Si	16.445	-5.193	21.656	-0.002	-0.031	0.038
Si	19.234	-2.572	21.621	-0.002	-0.066	-0.025
Si	22.045	-0.085	21.782	0.02	-0.009	0
Si	24.69	2.681	21.878	0.04	0.035	0.028
Si	21.877	5.38	21.728	0.042	-0.021	0.027
Si	24.713	-8.278	21.747	-0.036	-0.017	-0.005
Si	21.967	-5.451	21.552	0.055	-0.004	0.029
Si	24.508	-2.951	21.622	0.044	-0.001	0.066
Si	27.304	-0.089	21.498	0.028	0.004	0.043
Si	30.3	2.308	21.528	0.069	-0.12	0.032
Si	27.449	5.312	21.813	0.06	-0.065	0.008
Si	30.014	-8.241	21.647	-0.017	0.028	0.082
Si	27.254	-5.554	21.551	-0.002	-0.014	-0.019
Si	29.845	-2.871	21.679	0.048	0.007	0.056
Si	32.159	0.486	21.4	-0.065	0.045	-0.047
Si	35.398	2.754	21.35	0.01	0.002	-0.054
Si	32.667	5.304	21.618	0.048	0.012	0.102
Si	35.177	7.953	21.765	-0.005	0.009	0.098
Si	32.518	10.657	21.719	0.006	-0.008	0.102
Si	35.073	-2.771	21.482	-0.103	0.206	-0.581
Si	37.922	0.083	21.668	-0.053	0.038	0.03
Si	40.708	2.484	21.802	0.122	-0.087	0.057
Si	37.871	5.306	21.658	-0.015	0.096	-0.013
Si	40.509	8.135	22.23	0.037	0.055	0.152
Si	37.291	11.271	21.832	0.335	-0.422	0.049
Si	40.692	-2.703	21.595	-0.449	0.256	-0.27
Si	43.245	-0.082	21.636	-0.019	0.047	0.052
Si	-19.047	2.831	21.792	0.021	-0.057	0.04
Si	-21.85	5.379	22.024	0.048	0.009	0.021
Si	-19.38	8.265	21.506	0.081	0.044	-0.001
Si	-20.759	-6.134	21.989	0.457	-0.035	-0.515
Si	-19.09	-2.571	21.955	-0.021	-0.023	0.076
Si	-16.279	0.025	21.829	0.011	-0.048	0.005
Si	-13.81	2.856	21.617	-0.066	0.028	0.003
Si	-16.674	5.538	21.6	-0.051	0.109	0.01
Si	-13.732	8.225	21.641	-0.004	0	0.058
Si	-16.495	10.985	21.636	-0.02	0.018	0.075
Si	-13.765	-2.754	21.628	-0.021	0.022	0.033
Si	-11.154	-0.051	21.907	-0.052	0.093	0.013
Si	-8.056	2.573	21.49	-0.07	-0.197	-0.679
Si	-11.031	5.565	21.834	0.01	-0.023	0.043
Si	-8.387	8.37	21.789	-0.031	0.035	0.036
Si	-10.99	-5.355	21.634	-0.044	-0.157	0.036
Si	-7.546	-3.403	21.588	0.082	-0.086	-0.046
Si	-4.914	-0.693	21.824	0.003	0.016	-0.008
Si	-2.543	2.392	21.604	-0.337	0.296	-0.124
Si	-5.354	5.164	21.426	0.372	-0.212	-0.453
Si	-3.028	-7.98	21.747	-0.195	0.295	-0.411
Si	-5.798	-5.134	21.622	0.057	0.006	0.055
Si	-3.133	-2.33	21.734	-0.049	-0.022	0.086
Si	0.543	-1.392	24.207	-0.03	0.064	-0.086
Si	3.816	1.393	23.06	0.139	-0.092	-0.745
Si	1.944	4.584	23.251	0.1	0.224	-0.426
Si	3.649	6.513	23.365	-0.009	0.08	-0.107
Si	1.374	-6.397	23.556	-0.328	-0.381	-0.214
Si	2.853	-3.593	23.914	0.223	0.044	-0.575
Si	6.971	-0.937	22.9	0.008	-0.182	-0.632
Si	9.335	1.155	23.132	0.173	0.166	-0.646
Si	7.136	4.173	23.41	-0.315	0.092	-0.682
Si	9.691	7.771	23.4	-0.366	0.252	-0.441
Si	6.484	-6.202	23.105	0.378	0.298	-0.22
Si	9.444	-3.716	23.289	0.031	-0.021	0.066
Si	12.739	-0.956	22.94	0.161	0.24	-0.422
Si	14.611	0.705	23.15	-0.018	0.023	-0.02
Si	13.012	4.212	23.546	-0.192	-0.092	-0.662
Si	15.31	7.586	22.864	-0.085	-0.225	-0.755
Si	12.145	9.674	23.007	0.368	0.416	-0.22
Si	15.159	-3.68	22.949	0.395	0.186	-0.417
Si	18.038	-0.958	22.84	0.112	0.023	-0.024
Si	19.239	0.892	23.799	0.036	-0.119	0.115
Si	18.018	4.554	23.259	-0.273	-0.076	-0.661
Si	20.289	-9.635	22.841	0.093	0.017	-0.639
Si	17.72	-6.785	22.815	0.154	0.191	-0.649
Si	20.95	-3.718	22.771	0.144	0.246	-0.496
Si	22.717	-2.08	22.873	-0.052	-0.097	-0.003
Si	26.453	1.475	22.983	-0.378	-0.048	-0.636
Si	23.116	3.947	23.154	0.128	0.091	-0.608
Si	26.169	-9.529	23.241	-0.005	0.007	0.181
Si	23.682	-6.475	22.864	0.226	0.233	-0.469
Si	25.46	-4.749	22.848	-0.225	-0.148	-0.545
Si	28.514	-1.418	22.974	-0.001	-0.189	-0.59
Si	30.81	-0.198	24.686	0	-0.006	-0.017
Si	28.796	3.596	22.962	0.215	0.085	-0.642
Si	31.711	-9.324	22.922	0.15	0.24	-0.571
Si	29.02	-6.46	22.83	0.218	0.2	-0.53
Si	30.739	-4.692	22.92	-0.166	-0.161	-0.586
Si	33.33	-0.634	23.06	-0.164	0.299	-0.396
Si	37.101	2.031	22.798	-0.018	0.052	-0.029
Si	34.472	4.3	22.791	-0.19	0.217	-0.53
Si	36.044	6.08	22.949	-0.024	0.023	-0.62
Si	33.372	8.807	23.02	-0.144	-0.143	-0.678
Si	-27.966	-5.298	24.162	0.081	-0.067	-0.457
Si	39.565	-1.04	22.858	0.281	0.067	-0.544
Si	-23.871	0.499	23.024	-0.208	0.18	-0.463
Si	38.899	3.533	22.781	0.077	0.044	0.066
Si	41.848	6.51	23.438	-0.037	0.13	-0.682
Si	-25.246	-6.611	24.19	-0.004	-0.402	-0.694
Si	-23.523	-3.962	23.986	0.094	-0.011	0.007
Si	44.68	-1.102	23.167	-0.063	-0.237	-0.638
Si	-17.155	1.93	22.944	0.152	0.208	-0.567
Si	-19.882	4.579	23.215	0.082	0.012	0.091
Si	-18.466	6.532	22.887	-0.171	-0.182	-0.439
Si	-21.058	-5.585	25.017	-0.007	-0.031	-0.034
Si	-17.246	-3.558	23.055	0.193	0.253	-0.528
Si	-15.393	-1.859	23.09	-0.025	0.005	0.1
Si	-12.339	1.724	23.018	-0.164	-0.234	-0.567
Si	-15.587	3.888	22.824	-0.185	-0.331	-0.377
Si	-12.176	7.187	23.031	-0.059	-0.1	-0.583
Si	-15.149	9.575	22.875	-0.043	0.036	-0.714
Si	-12.033	-3.7	22.885	-0.125	-0.007	0.025
Si	-10.5	-1.841	23.314	0.12	0.042	0.004
Si	-6.132	2.32	23.722	0.5	0.248	-0.202
Si	-10.112	3.99	23.314	-0.318	0.526	-0.246
Si	-6.864	7.315	23.128	-0.316	0.35	-0.406
Si	-10.022	9.512	23.168	0.237	0.154	-0.582
Si	-8.256	-2.489	23.568	-0.338	-0.039	-0.553
Si	-5.842	-0.591	24.047	0.282	0.05	-0.541
Si	-4.322	3.506	22.695	-0.115	-0.084	0.009
Si	-3.224	4.402	24.422	-0.432	-0.126	-0.579
Si	-1.164	6.452	23.404	0.228	-0.141	-0.588
Si	-4.674	-6.747	23.006	0.044	0.196	-0.628
Si	-1.895	-3.133	23.602	-0.262	0.277	-0.529
Si	7.556	6.759	-3.108	0.028	-0.059	0.067
Si	8.091	2.943	-4.078	-0.068	0.047	-0.007
Si	-0.082	-7.623	25.155	0.261	0.522	-0.286
Si	6.604	-4.884	-2.897	-0.011	-0.028	-0.085
Si	3.76	-1.29	-3.561	-0.078	-0.041	0.034
Si	5.56	-2.592	25.256	0.046	-0.092	-0.022
Si	5.466	2.525	25.305	0.047	-0.091	0.127
Si	10.089	0.451	25.835	0.069	0.028	0.071
Si	6.586	4.265	-1.639	0.018	-0.054	0.008
Si	7.851	6.482	25.293	0.079	-0.095	-0.055
Si	11.506	-4.37	26.94	-0.029	-0.023	-0.012
Si	8.939	-6.047	27.222	0.073	0.093	-0.056
Si	10.674	-2.307	24.796	-0.154	-0.282	-0.531
Si	17.375	5.255	-5.187	0.074	0.087	0.015
Si	12.874	4.441	26.471	0.062	-0.052	-0.006
Si	15.614	-6.282	26.501	0.01	-0.009	0.083
Si	16.58	-2.204	24.148	-0.061	0.078	-0.524
Si	17.31	3.117	-3.06	0.045	-0.104	-0.032
Si	17.301	7.998	-3.759	0.111	-0.124	-0.028
Si	22.389	6.529	-5.552	0.506	0.301	-0.227
Si	21.852	6.885	27.563	-0.293	-0.556	-0.018
Si	21.789	-7.753	24.97	-0.018	0.036	-0.022
Si	23.284	-4.332	27.095	-0.042	-0.002	0.132
Si	23.655	3.667	-5.063	0.114	0.031	-0.044
Si	27.971	1.443	-4.762	-0.029	0.067	-0.08
Si	31.153	4.771	-5.09	-0.036	-0.1	0.011
Si	26.838	4.869	-1.768	-0.025	-0.131	-0.601
Si	26.218	-4.434	-0.918	0.063	-0.021	0.582
Si	19.712	-5.499	24.991	0.073	-0.043	-0.176
Si	-30.522	-2.421	-3.595	0.022	-0.02	0.111
Si	26.38	-2.837	24.966	0.093	-0.078	-0.172
Si	31.446	2.34	26.197	0.17	-0.057	0.091
Si	25.518	-6.424	26.722	0.023	0.031	0.074
Si	-30.809	-6.057	25.537	0.006	-0.01	-0.053
Si	30.618	5.043	25.181	0.095	0.036	-0.14
Si	31.96	-4.357	25.81	-0.056	-0.014	-0.074
Si	36.042	2.918	24.768	0.451	0.246	-0.096
Si	-24.875	4.821	-3.7	0.162	0.048	0.045
Si	29.105	7.092	26.948	-0.067	0.053	-0.125
Si	-29.581	-5.14	-4.827	-0.104	0.047	-0.064
Si	-25.744	-0.425	-5.24	-0.142	0.042	0.092
Si	-27.591	-2.211	25.037	-0.072	0.166	-0.049
Si	-13.96	5.73	-3.962	-0.523	0.124	0.465
Si	-21.356	7.968	-5.146	0.077	-0.037	0.185
Si	-28.356	5.121	25.652	-0.197	-0.664	-0.323
Si	-25.574	4.438	24.762	-0.304	-0.428	-0.628
Si	-24.311	2.009	-4.118	0.149	-0.008	0.108
Si	-22.916	-1.352	25.138	0.138	0.242	-0.134
Si	-18.998	0.842	24.981	-0.018	0.108	0.067
Si	-20.099	0.511	-5.263	-0.019	0.154	0.048
Si	-17.161	-8.029	24.915	0.045	0.017	-0.025
Si	-13.805	5.291	25.007	0.006	-0.028	-0.076
Si	-13.422	-6.046	-3.839	-0.037	-0.034	-0.002
Si	-13.629	2.443	25.614	-0.006	0.074	0.074
Si	-8.191	3.816	25.634	-0.011	-0.016	-0.164
Si	-12.597	-7.075	26.498	0.03	-0.037	0.065
Si	-10.069	7.911	27.293	-0.05	-0.023	-0.095
Si	-10.838	5.656	-3.373	-0.157	-0.117	0.076
Si	-13.234	-4.818	24.593	0.444	0.36	-0.371
Si	-10.66	-5.229	-3.693	-0.19	-0.033	0.02
Si	-10.711	0.924	-3.683	-0.089	0.012	-0.007
Si	-7.001	3.237	-5.436	-0.056	0.015	0.02
Si	-0.188	5.446	-2.992	-0.034	0.013	0.053
Si	-4.835	7.561	27.54	-0.05	0.059	0.014
Si	-9.328	-4.614	25.439	-0.1	-0.045	-0.215
Si	-4.908	-1.684	26.783	-0.195	-0.001	-0.111
Si	1.207	2.757	25.804	0.504	-0.733	-0.2
Si	-1.902	2.8	26.328	-0.009	0.093	-0.006
Si	-3.152	-6.709	25.747	0.017	-0.112	-0.114
Si	0.357	-3.603	-2.142	-0.082	-0.268	0.021
Si	-2.797	-3.917	26.493	0.078	0.142	-0.065
Si	2.211	0.592	25.446	-0.233	0.753	0.116
Si	6.934	5.209	-5.352	-0.042	0.09	-0.101
Si	7.306	0.354	-1.331	0.072	0.009	0.005
Si	2.098	-6.073	-5.128	-0.079	-0.013	0.015
Si	7.746	-7.066	-1.352	0.023	0.038	0.077
Si	-1.418	2.275	-5.169	-0.062	0.091	0.041
Si	6.947	-6.189	-5.519	-0.035	0.169	-0.008
Si	6.62	-1.992	-3.323	0.03	-0.058	0.028
Si	12.916	0.427	27.39	-0.038	-0.002	-0.045
Si	9.949	-7.262	-5.359	0.034	-0.032	-0.03
Si	14.201	-1.848	-3.605	0.083	-0.045	-0.024
Si	5.018	7.897	24.837	-0.434	-0.355	-0.132
Si	7.704	-4.804	24.617	0.023	0.052	-0.652
Si	15.357	0.24	25.366	-0.176	0.113	-0.524
Si	13.543	3.701	-3.67	-0.079	-0.156	0.013
Si	13.079	6.414	-4.398	0.066	0.053	0.069
Si	13.367	10.704	24.688	-0.296	-0.277	-0.496
Si	17.599	-4.226	-3.946	-0.007	-0.044	-0.008
Si	11.44	-0.418	-3.476	-0.199	0.05	0.051
Si	14.7	6.089	25.124	0.084	-0.113	0.038
Si	22.709	0.775	25.636	-0.244	0.095	-0.543
Si	16.734	7.331	26.927	0.066	-0.065	0.016
Si	25.718	0.949	25.849	-0.063	-0.02	0.021
Si	26.499	3.599	26.975	-0.186	-0.004	0.081
Si	20.05	2.277	-2.052	0.017	-0.094	0.056
Si	26.645	4.225	-4.052	0.011	0.381	0.534
Si	21.224	-7.579	-4.585	0.009	-0.052	0.009
Si	26.695	-7.616	-5.51	-0.026	-0.084	-0.022
Si	25.117	-10.774	25.016	0.022	0.242	-0.458
Si	21.562	1.235	23.663	-0.01	-0.43	0.096
Si	23.37	-2.077	25.103	-0.227	-0.063	-0.53
Si	30.544	2.141	-3.448	0.534	-0.36	-0.02
Si	31.749	-2.911	-4.283	0.03	-0.046	0.136
Si	29.697	6.337	-1.503	-0.061	-0.039	0.059
Si	-32.475	-5.169	-5.638	-0.037	0.067	0.048
Si	27.245	-8.014	24.752	-0.111	-0.349	-0.437
Si	29.166	-2.472	-5.614	-0.051	-0.015	0.038
Si	31.194	-1.204	-1.822	0.014	0.151	-0.108
Si	-31.253	3.157	-2.001	-0.045	-0.011	0.194
Si	-19.025	-1.058	27.469	0.04	0.173	0.074
Si	-25.129	-2.042	-2.72	-0.102	0.14	0.138
Si	-27.482	-0.903	-1.449	0.052	0.074	-0.046
Si	-32.021	0.061	27.319	-0.583	-0.229	-0.002
Si	-18.536	6.448	-5.053	0.046	0.001	0.031
Si	-21.364	3.105	-4.499	-0.049	-0.027	0.029
Si	-22.952	-7.939	25.785	-0.024	-0.067	-0.101
Si	40.419	7.51	-0.509	-0.378	0.42	0.387
Si	-23.857	-7.606	-3.356	0.06	-0.077	0.039
Si	-15.205	2.391	-4.74	0.066	0.361	0.515
Si	-17.634	4.601	-2.943	0.614	-0.192	-0.137
Si	-24.542	3.786	27.428	-0.079	-0.118	0.037
Si	-28.447	3.234	-0.794	0.041	-0.112	0.106
Si	-14.96	-3.781	-2.943	0.043	-0.033	0.086
Si	-15.3	-2.008	-5.19	0.003	0.121	0.016
Si	-14.254	-2.136	25.195	-0.307	0.056	-0.512
Si	-16.564	3.049	26.541	-0.044	0.03	0.23
Si	-10.058	3.429	-5.124	0.036	0.044	-0.02
Si	-14.913	7.491	26.674	0.006	-0.007	-0.034
Si	-6.84	-4.303	-5.051	-0.009	0.034	-0.062
Si	-13.163	-3.306	-0.447	0.031	0.083	-0.173
Si	-19.399	3.762	25.487	-0.05	0.18	-0.41
Si	-11.965	1.683	-1.122	-0.032	0.011	-0.044
Si	-4.908	-6.124	-3.772	-0.034	-0.121	-0.032
Si	-9.878	4.065	-0.828	0.026	0.293	0.532
Si	-5.499	0.561	-4.751	0.028	0.068	0.061
Si	-7.249	7.954	-3.724	-0.058	0.117	0.198
Si	-4.634	1.445	-1.803	-0.081	-0.098	0.107
Si	-3.668	4.942	27.11	0.041	0.04	-0.067
Si	4.061	4.407	-4.551	-0.068	-0.03	-0.03
Si	-7.532	6.671	26.059	0.007	-0.054	0.005
Si	-4.645	-5.13	-0.756	-0.059	-0.064	0.065
Si	-5.926	5.181	-3.384	0.043	0.03	-0.09
Si	4.892	-0.054	26.88	-0.024	0.022	-0.142
Si	2.852	-2.257	-0.787	0.086	-0.115	0.029
Si	3.642	6.834	-2.579	-0.053	0.009	-0.039
Si	0.603	5.893	0.046	0.236	-0.544	0.307
Si	4.79	-6.969	-3.72	-0.076	0.033	0.019
Si	0.113	-6.335	-1.004	0.26	0.001	0.614
Si	1.322	-2.964	-4.84	0.004	0.025	-0.015
Si	10.199	1.052	-1.137	0.044	0.011	0.145
Si	9.531	-2.744	-3.973	0.091	0.071	0.179
Si	4.638	2.102	-1.098	-0.705	-0.177	0.038
Si	10.498	7.109	-3.144	-0.016	-0.022	0.1
Si	10.48	8.04	-0.289	-0.132	-0.395	0.4
Si	10.899	-3.867	-1.328	-0.013	0.025	0.012
Si	13.686	-4.705	-2.25	0.023	0.052	0.106
Si	12.639	2.851	-0.873	-0.07	0.001	0.084
Si	11.023	2.345	-4.748	-0.07	0.018	0.002
Si	16.53	5.09	-0.933	0.074	-0.039	0.145
Si	15.081	7.733	-0.427	-0.215	-0.058	0.68
Si	16.234	0.251	-3.957	-0.061	0.073	0.093
Si	18.055	3.835	26.29	0.05	0.041	-0.008
Si	18.852	-1.388	-4.419	-0.095	-0.073	0.047
Si	21.462	-1.214	-3.202	0.149	-0.057	-0.029
Si	17.687	-3.979	26.283	0.067	-0.085	0.06
Si	19.287	-6.549	-2.547	-0.122	0.014	0.126
Si	16.265	-3.9	-1.289	0.112	-0.114	0.116
Si	23.335	-3.297	-3.893	0.156	0.035	0.007
Si	21.593	1.468	-4.533	0.132	0.036	-0.168
Si	14.342	-7.465	-3.024	0.02	-0.004	0.108
Si	23.281	-5.119	-1.6	-0.039	-0.002	-0.048
Si	18.41	0.883	26.076	0.249	-0.132	-0.56
Si	26.941	-1.278	-3.99	-0.222	-0.214	0.614
Si	30.346	12.929	-0.203	0.256	-0.296	0.476
Si	29.885	1.249	-0.713	0.577	0.065	0.387
Si	29.253	-7.794	-3.785	-0.17	0.044	0.018
Si	28.869	-5.574	-1.69	-0.03	-0.151	0.164
Si	25.53	-1.716	-2.154	0.363	0.313	-0.407
Si	31.523	-1.475	27.134	0.485	0.4	-0.006
Si	-29.906	0.043	25.105	0.191	0.132	-0.05
Si	38.314	10.289	-0.594	0.314	-0.341	0.564
Si	-28.55	-7.422	-2.899	-0.047	0.001	0.054
Si	32.37	5.75	-2.686	-0.016	0.004	0.073
Si	-30.912	7.632	-1.336	0.045	-0.107	0.135
Si	35.015	-2.134	-0.52	-0.458	0.429	0.167
Si	-20.516	-0.027	-2.373	0.044	0.069	0.003
Si	32.491	0.924	-3.345	-0.658	0.417	-0.052
Si	-28.553	0.084	-4.016	0.054	0.043	0.061
Si	-25.744	4.638	-0.872	0.123	-0.286	0.523
Si	-24.408	-4.919	-2.018	0.035	-0.103	0.144
Si	-23.568	0.344	-1.59	-0.047	-0.009	-0.009
Si	-14.657	3.06	-1.213	-0.158	0.295	-0.333
Si	-20.001	2.978	-1.875	-0.042	0.118	0.002
Si	-26.315	7.362	-4.585	0.155	0.07	-0.093
Si	-18.409	-7.484	-0.631	-0.046	-0.151	-0.028
Si	-16.411	-5.298	-0.7	0.138	-0.072	-0.014
Si	-17.02	7.39	-2.741	0.806	0.186	-0.09
Si	-8.552	-2.065	-0.458	-0.08	0.039	0.069
Si	-15.381	4.004	-3.149	-0.079	0.06	-0.003
Si	-18.2	-5.129	25.679	0.032	0.053	0.017
Si	-14.621	7.688	-2.759	-0.356	-0.507	-0.316
Si	-13.152	0.059	-5.319	-0.087	0.087	0.134
Si	-12.281	7.97	-0.678	-0.132	-0.055	-0.263
Si	-8.36	-0.43	-4.898	0.029	0.005	-0.008
Si	-7.196	2.845	-0.517	0.026	-0.023	-0.081
Si	-9.875	-7.988	-2.644	-0.065	-0.059	0.147
Si	-2.056	2.714	-0.856	-0.055	-0.05	-0.041
Si	-8.731	-2.85	-3.387	-0.072	-0.073	0.008
Si	-11.11	-2.112	25.515	0.267	0.102	-0.527
Si	3.26	1.751	-3.002	0.36	0.081	0.48
Si	-2.885	4.713	-4.159	0.12	0.06	-0.015
Si	0.294	2.626	-2.948	-0.001	0.06	-0.019
Si	0.872	8.164	-3.277	-0.022	0.11	-0.059
Si	-5.991	5.439	-0.248	0.108	-0.003	0.051
Si	-1.789	-4.354	-0.403	0.284	-0.066	0.591
Si	1.319	-1.249	6.821	-0.04	-0.029	0.009
Si	4.081	1.45	6.85	-0.002	-0.004	-0.012
Si	1.41	4.204	6.858	-0.003	0.01	-0.011
Si	4.125	6.902	6.825	0.012	0.01	-0.002
Si	1.403	9.616	6.863	0	0.015	-0.009
Si	4.05	12.392	6.934	0.007	0.043	0.006
Si	6.789	-1.258	6.883	0.018	-0.002	-0.016
Si	9.529	1.431	6.811	0.039	0.011	-0.026
Si	6.81	4.176	6.839	0.014	0.023	-0.017
Si	9.497	6.848	7.002	0.016	0.008	0.029
Si	6.738	9.612	6.867	-0.019	-0.015	-0.042
Si	9.455	-4.016	6.957	-0.008	0.003	0.001
Si	12.253	-1.257	6.888	0.012	0.001	0.022
Si	15.039	1.449	6.801	0.018	0.022	-0.055
Si	12.245	4.127	7	-0.019	0.032	0.043
Si	15.031	6.847	6.872	0.005	-0.026	0.003
Si	12.183	-6.729	7.01	-0.007	-0.026	-0.001
Si	14.959	-3.935	6.816	-0.005	-0.011	-0.004
Si	17.783	-1.333	6.747	0.013	-0.041	-0.01
Si	20.428	1.477	6.627	-0.015	0.006	-0.032
Si	17.691	4.188	6.763	-0.008	0.015	0.006
Si	20.425	6.875	6.603	-0.018	-0.021	-0.065
Si	17.687	-6.683	6.793	-0.026	-0.006	0.002
Si	20.42	-3.973	6.563	-0.015	-0.009	0.019
Si	23.09	-1.363	6.576	-0.007	0.018	-0.022
Si	25.806	1.356	6.52	-0.01	0.002	-0.005
Si	23.175	4.059	6.583	0.027	0.011	0.014
Si	25.798	6.699	6.809	0.018	0.027	0.033
Si	23.06	-6.709	6.64	-0.019	0.076	-0.01
Si	25.796	12.203	6.645	0.047	0.029	0.026
Si	28.506	-1.353	6.563	0.013	0.012	-0.012
Si	31.291	1.261	6.667	0.017	-0.013	0.019
Si	28.574	3.972	6.714	0.013	0.008	-0.022
Si	31.297	6.696	6.679	0.018	-0.005	0.003
Si	28.591	9.415	6.755	-0.014	0.005	0.049
Si	31.299	12.153	6.646	-0.001	-0.018	0.011
Si	33.975	-1.413	6.606	-0.02	0.014	-0.001
Si	36.659	1.347	6.64	0.007	-0.012	0.002
Si	33.997	4.042	6.63	0.015	0.001	0.009
Si	-28.582	6.782	6.657	-0.019	-0.022	-0.011
Si	33.975	9.506	6.67	-0.008	0.041	0.001
Si	-28.545	12.205	6.64	0.051	0.003	-0.003
Si	-25.913	-1.433	6.644	0.009	0.027	-0.006
Si	-23.148	1.312	6.773	-0.014	-0.011	0.034
Si	-25.838	4.059	6.752	0.006	-0.023	0.021
Si	-23.078	6.754	6.699	-0.015	-0.003	-0.01
Si	-25.848	9.504	6.604	-0.026	0	-0.005
Si	-23.167	12.202	6.623	-0.003	-0.01	0.017
Si	-20.459	-1.382	6.682	0.007	0.027	0.018
Si	-17.75	1.331	6.791	0.021	0.032	0.025
Si	-20.408	4.014	6.751	-0.005	-0.042	-0.004
Si	-17.679	6.781	6.761	0.008	0.002	-0.032
Si	-20.442	9.474	6.728	-0.014	-0.006	-0.023
Si	-17.745	12.236	6.87	-0.044	0.025	0.001
Si	-14.954	-1.466	6.872	0.009	-0.032	-0.014
Si	-12.276	1.299	6.907	-0.017	-0.016	0
Si	-14.978	4.034	6.916	0.001	0.025	0.016
Si	-12.212	6.737	7.018	0.053	-0.036	0.016
Si	-15.013	9.514	6.877	0.009	0.015	-0.021
Si	-12.256	12.175	6.955	0.01	0.01	0.005
Si	-9.536	-1.308	7.02	-0.037	0.021	-0.006
Si	-6.757	1.363	6.857	-0.004	-0.016	-0.006
Si	-9.488	4.101	6.949	0.008	0.006	0.014
Si	-6.775	6.815	7.004	0.013	-0.002	0.012
Si	-9.556	9.538	6.924	-0.013	0.003	-0.01
Si	-6.785	12.235	6.996	-0.008	0.024	-0.011
Si	-4.06	-1.341	6.882	-0.014	0.012	0.014
Si	-1.33	1.41	6.856	0.035	-0.001	0.007
Si	-4.067	4.099	6.88	0	0.003	0.004
Si	-1.328	6.83	6.884	0.002	0.006	0.003
Si	-4.027	-6.78	7.014	0	-0.034	0.016
Si	-1.379	-3.984	6.858	-0.052	0	0.016
Si	2.708	0.089	8.199	-0.007	0.01	-0.008
Si	5.448	2.814	8.204	-0.001	0.003	0.003
Si	2.771	5.545	8.218	-0.005	-0.001	0.007
Si	5.428	8.249	8.249	-0.028	0.005	-0.004
Si	2.72	10.977	8.259	-0.013	-0.003	0.007
Si	5.441	-2.601	8.267	0.014	-0.005	0.011
Si	8.181	0.092	8.215	-0.017	0.002	-0.009
Si	10.86	2.75	8.263	0.006	-0.012	-0.005
Si	8.136	5.478	8.293	0	-0.003	0.002
Si	10.847	-8.095	8.341	-0.002	0.026	0.008
Si	8.101	-5.379	8.28	0.006	0.016	-0.002
Si	10.872	-2.621	8.236	-0.012	-0.027	-0.004
Si	13.663	0.099	8.188	0.004	-0.014	-0.007
Si	16.364	2.82	8.156	0.006	0.015	0.016
Si	13.647	5.522	8.256	0.01	0.03	-0.013
Si	16.371	-8.065	8.18	-0.012	-0.027	0.009
Si	13.618	-5.318	8.217	0.021	0.004	-0.017
Si	16.375	-2.621	8.145	-0.018	0	-0.003
Si	19.112	0.092	8.046	0.009	-0.006	0.003
Si	21.798	2.772	8.007	0.008	-0.007	0.009
Si	19.089	5.553	8.057	-0.018	-0.01	0.014
Si	21.731	-8.086	8.016	0.022	-0.044	-0.025
Si	19.09	-5.311	8.05	0.01	0.051	-0.011
Si	21.758	-2.675	8.001	-0.015	0.002	0.002
Si	24.468	0	7.928	-0.001	0.016	0.001
Si	27.158	2.638	7.999	-0.034	-0.023	0.001
Si	24.44	5.351	8.094	0.009	-0.008	0.014
Si	27.179	8.104	8.089	0.01	-0.008	-0.003
Si	24.449	10.884	8.036	0.027	0.006	0.018
Si	27.169	-2.72	7.959	-0.026	0.005	-0.014
Si	29.882	-0.065	7.992	-0.013	-0.014	-0.01
Si	32.643	2.665	7.997	0.01	0.013	0.005
Si	29.929	5.357	8.043	0.012	0.012	0.02
Si	32.637	8.107	8.017	0	-0.01	-0.012
Si	29.943	10.827	8.045	-0.004	0	0.007
Si	32.642	-2.776	7.992	-0.009	-0.013	0.007
Si	35.322	-0.041	7.994	-0.003	0.004	-0.002
Si	-27.232	2.667	8.038	-0.007	0.002	0.005
Si	-29.928	5.4	8.011	-0.015	-0.021	-0.001
Si	-27.211	8.152	7.997	-0.002	0.028	0.003
Si	-29.913	10.851	8.005	-0.031	0.002	0.01
Si	-27.232	-2.763	8.047	-0.013	-0.006	0.011
Si	-24.543	-0.082	8.047	0.011	-0.008	-0.007
Si	-21.787	2.678	8.119	-0.005	0.023	0.018
Si	-24.465	5.419	8.078	-0.003	0.015	0.006
Si	-21.781	8.12	8.104	0.009	0.001	0.009
Si	-24.508	10.846	8.016	0.004	0.01	-0.012
Si	-21.823	-2.759	8.034	-0.006	-0.014	0.001
Si	-19.117	-0.045	8.118	0.003	-0.003	-0.002
Si	-16.397	2.677	8.198	-0.004	0.008	-0.008
Si	-19.061	5.406	8.108	0.004	0.005	0.001
Si	-16.368	8.121	8.195	0.013	-0.012	-0.002
Si	-19.121	10.831	8.144	0.011	-0.015	-0.002
Si	-16.372	-2.75	8.23	0.001	-0.014	-0.005
Si	-13.637	-0.064	8.242	0.001	-0.009	-0.008
Si	-10.886	2.689	8.235	0.033	-0.016	-0.006
Si	-13.633	5.387	8.294	-0.006	0.003	0.004
Si	-10.87	8.153	8.312	-0.008	0.005	-0.003
Si	-13.659	10.844	8.274	0.008	-0.014	0.011
Si	-10.915	-2.729	8.288	-0.005	0.006	0.004
Si	-8.128	0.055	8.285	0.003	0.002	-0.002
Si	-5.409	2.721	8.241	-0.007	0.006	-0.019
Si	-8.157	5.454	8.325	0.002	0.014	-0.002
Si	-5.406	8.173	8.331	-0.035	0.005	0.009
Si	-8.18	10.871	8.302	0.008	0.001	-0.005
Si	-5.411	-2.687	8.282	0.009	-0.003	0.003
Si	-2.691	0.043	8.222	0.004	-0.011	0.008
Si	0.042	2.795	8.195	0.001	-0.005	0.002
Si	-2.687	5.459	8.236	-0.002	-0.023	0.002
Si	0.041	8.227	8.215	0.007	0.004	-0.013
Si	-2.66	-5.374	8.281	0.03	-0.002	-0.001
Si	-0.009	-2.622	8.211	-0.006	-0.004	-0.001
Si	1.383	1.444	9.583	-0.007	0.005	0.009
Si	4.106	4.167	9.588	-0.006	0.001	0.002
Si	1.398	6.879	9.592	0.007	-0.001	0.004
Si	4.077	9.607	9.618	0.019	0.008	0.008
Si	1.351	-3.987	9.591	-0.014	0	-0.002
Si	4.07	-1.247	9.597	0.004	-0.02	-0.005
Si	6.817	1.46	9.575	0.029	0.009	-0.012
Si	9.525	4.135	9.623	0.01	0.002	0.002
Si	6.789	6.883	9.612	0.009	0.011	-0.001
Si	9.486	-6.71	9.647	-0.016	-0.032	0.007
Si	6.778	-3.984	9.628	-0.015	-0.009	0.007
Si	9.521	-1.265	9.601	0.006	-0.001	0.004
Si	12.271	1.416	9.577	0.001	-0.007	0.011
Si	15.009	4.146	9.563	-0.003	-0.02	0.002
Si	12.276	6.877	9.618	0.009	-0.004	-0.001
Si	14.989	-6.71	9.536	-0.002	-0.001	0.001
Si	12.253	-3.974	9.583	0.002	0.012	0.001
Si	15.02	-1.269	9.527	0.028	0.016	0.011
Si	17.743	1.425	9.452	-0.018	0.006	0.007
Si	20.442	4.145	9.387	0	0.005	-0.003
Si	17.742	6.875	9.49	0.005	0.021	-0.002
Si	20.405	-6.732	9.416	-0.015	0.025	-0.021
Si	17.725	-4.009	9.471	-0.012	-0.012	0.003
Si	20.436	-1.307	9.402	0.006	0.001	0.006
Si	23.136	1.362	9.343	-0.01	-0.014	0
Si	25.833	4.004	9.402	0.001	0.006	0.011
Si	23.092	6.819	9.37	-0.008	-0.006	-0.015
Si	25.812	9.508	9.392	0.007	-0.003	-0.002
Si	23.107	-4.049	9.381	-0.007	0.007	-0.004
Si	25.823	-1.353	9.328	0.023	0	-0.02
Si	28.537	1.303	9.36	0.014	0.007	0.006
Si	31.296	4.015	9.388	-0.013	-0.001	0.009
Si	28.565	6.733	9.396	-0.013	-0.005	-0.004
Si	31.294	9.466	9.394	-0.002	-0.001	-0.001
Si	28.539	-4.096	9.331	0.015	0.008	-0.006
Si	31.253	-1.427	9.341	0.003	-0.002	0.011
Si	33.988	1.314	9.375	-0.018	-0.017	0.008
Si	-28.58	4.04	9.389	-0.014	0.015	0.005
Si	33.999	6.757	9.379	0.017	0.009	0.006
Si	-28.567	9.491	9.378	0.008	0.001	0.003
Si	34.011	-4.11	9.366	0.025	0.019	0.001
Si	-28.589	-1.384	9.383	-0.001	0.005	0.002
Si	-25.883	1.3	9.411	-0.016	-0.004	-0.003
Si	-23.149	4.044	9.465	0.005	-0.02	0.001
Si	-25.857	6.794	9.389	0.014	-0.001	-0.004
Si	-23.165	9.5	9.423	-0.007	-0.011	-0.003
Si	-25.861	-4.12	9.402	-0.015	0.006	-0.002
Si	-23.177	-1.417	9.428	0.007	0.005	0.001
Si	-20.452	1.32	9.496	0.007	0.007	0.01
Si	-17.74	4.067	9.529	0.04	0.011	0.001
Si	-20.438	6.756	9.477	-0.007	-0.005	-0.002
Si	-17.761	9.481	9.525	0.003	-0.004	-0.004
Si	-20.489	-4.107	9.462	-0.006	0.005	0.003
Si	-17.758	-1.375	9.529	-0.002	0.001	0.005
Si	-15.029	1.31	9.555	-0.029	-0.009	-0.011
Si	-12.258	4.026	9.614	-0.018	0.014	-0.008
Si	-15.019	6.777	9.586	0.006	0.007	0.013
Si	-12.284	9.497	9.626	-0.019	-0.001	0.004
Si	-15.028	-4.106	9.602	0.004	-0.004	0.01
Si	-12.286	-1.384	9.629	-0.008	-0.017	0.002
Si	-9.527	1.371	9.624	0.009	-0.001	0.008
Si	-6.776	4.069	9.619	-0.019	-0.019	-0.007
Si	-9.52	6.801	9.672	0.018	0.007	0.011
Si	-6.807	9.514	9.651	-0.01	-0.021	0.003
Si	-9.538	-4.077	9.636	0.01	-0.001	0.003
Si	-6.778	-1.328	9.626	0.011	0.013	0.007
Si	-4.043	1.386	9.606	-0.007	0	0.006
Si	-1.32	4.115	9.596	-0.006	0.003	0.009
Si	-4.034	6.799	9.633	0.011	0.02	0.002
Si	-1.301	-6.749	9.61	-0.01	0.007	0.003
Si	-4.048	-4.047	9.632	-0.016	-0.009	0.007
Si	-1.343	-1.295	9.607	0.007	0.012	0.009
Si	0.03	0.073	10.95	-0.01	-0.005	0.004
Si	2.752	2.796	10.947	-0.001	-0.006	-0.007
Si	0.044	5.494	10.949	0.003	-0.001	-0.006
Si	2.738	8.232	10.98	-0.019	0.008	0.004
Si	0.039	-5.377	10.966	0.001	-0.003	-0.005
Si	2.732	-2.636	10.951	0.001	0.015	-0.012
Si	5.455	0.102	10.948	-0.018	0.011	-0.007
Si	8.164	2.797	10.974	0.004	0.002	0.006
Si	5.45	5.523	10.973	0.004	0.005	-0.004
Si	8.146	-8.086	10.989	0.009	0.01	0.009
Si	5.434	-5.355	10.985	0.01	0.003	-0.003
Si	8.163	-2.625	10.967	0.007	-0.007	0.001
Si	10.906	0.081	10.952	0.011	-0.01	0.002
Si	13.632	2.801	10.915	0.01	0.02	0.001
Si	10.904	5.512	10.954	0.007	-0.003	0.001
Si	13.64	-8.057	10.93	-0.011	0.009	0.003
Si	10.889	-5.337	10.95	-0.001	0.007	-0.007
Si	13.646	-2.617	10.904	-0.004	0.001	-0.004
Si	16.384	0.096	10.858	-0.013	0	0.008
Si	19.099	2.796	10.792	0.01	-0.005	0
Si	16.382	5.524	10.875	-0.01	0.011	0.002
Si	19.081	-8.078	10.836	-0.011	-0.005	0.017
Si	16.373	-5.356	10.866	0.022	-0.002	0.003
Si	19.086	-2.646	10.808	-0.028	0.014	-0.002
Si	21.795	0.036	10.759	0.004	-0.01	0.01
Si	24.473	2.68	10.761	0.017	-0.013	0.007
Si	21.771	5.484	10.782	-0.008	0.02	0.011
Si	24.465	8.143	10.751	0.026	0.002	0.004
Si	21.779	-5.406	10.779	0.011	0.006	0.011
Si	24.481	-2.699	10.724	-0.012	0.005	0.007
Si	27.183	-0.037	10.728	-0.007	-0.005	0.011
Si	29.902	2.667	10.72	-0.009	-0.003	0
Si	27.19	5.386	10.74	0.014	-0.018	0.004
Si	29.922	8.108	10.736	-0.001	0.009	0
Si	27.191	-5.448	10.716	-0.013	0.005	0.006
Si	29.902	-2.767	10.718	0.007	-0.005	-0.002
Si	32.61	-0.054	10.706	-0.009	0.005	-0.006
Si	-29.932	2.672	10.749	0.001	-0.014	-0.007
Si	32.646	5.392	10.742	-0.004	0.001	-0.005
Si	-29.922	8.123	10.734	-0.002	-0.004	0
Si	32.657	-5.478	10.726	0.016	0.004	-0.001
Si	-29.931	-2.754	10.744	-0.007	0.003	0.007
Si	-27.232	-0.05	10.782	0.005	0.009	-0.004
Si	-24.526	2.664	10.79	0.004	0.008	-0.007
Si	-27.218	5.414	10.742	-0.009	-0.012	0
Si	-24.521	8.14	10.785	-0.012	0.015	0.002
Si	-27.222	-5.476	10.761	-0.007	-0.003	0.007
Si	-24.526	-2.77	10.806	0.014	-0.015	0.005
Si	-21.834	-0.054	10.821	0.004	0	-0.006
Si	-19.106	2.694	10.867	-0.002	0.007	0
Si	-21.805	5.403	10.839	-0.01	-0.006	0.008
Si	-19.12	8.122	10.879	0.004	-0.009	0.005
Si	-21.84	-5.466	10.83	-0.001	-0.002	-0.004
Si	-19.13	-2.758	10.854	0.007	0.001	-0.005
Si	-16.4	-0.028	10.912	-0.001	0.013	0.007
Si	-13.662	2.671	10.927	0.02	-0.016	-0.01
Si	-16.398	5.417	10.918	-0.007	-0.004	0
Si	-13.666	8.135	10.952	0	-0.014	0.002
Si	-16.416	-5.48	10.912	0.003	-0.014	0.001
Si	-13.666	-2.742	10.955	-0.002	0.013	0
Si	-10.907	-0.009	10.952	-0.008	-0.009	-0.005
Si	-8.162	2.727	10.969	-0.011	0.007	-0.001
Si	-10.913	5.414	10.971	0.013	0.006	0.002
Si	-8.153	8.149	11.013	-0.004	-0.004	0.011
Si	-10.915	-5.449	10.968	-0.001	0.004	-0.002
Si	-8.159	-2.705	10.962	0.01	0.002	-0.006
Si	-5.409	0.027	10.97	0.001	-0.004	-0.002
Si	-2.681	2.754	10.963	0.003	-0.013	-0.004
Si	-5.412	5.434	10.973	0.015	-0.005	-0.008
Si	-2.67	8.189	10.953	0.002	-0.013	-0.006
Si	-5.424	-5.43	10.964	-0.017	0.009	-0.013
Si	-2.687	-2.676	10.969	0.002	-0.011	-0.004
Si	1.392	-1.279	12.318	-0.007	-0.004	0
Si	4.114	1.454	12.328	0.015	0.008	0.002
Si	1.407	4.144	12.322	0.019	-0.019	0.005
Si	4.104	6.876	12.343	0.008	-0.011	-0.001
Si	1.388	9.593	12.34	-0.007	0.022	0.008
Si	4.082	-3.989	12.336	-0.011	-0.012	0.001
Si	6.807	-1.257	12.327	0.002	-0.002	0.001
Si	9.549	1.455	12.315	-0.008	0.005	0.001
Si	6.826	4.179	12.331	0.009	-0.002	-0.002
Si	9.543	-9.439	12.314	0.002	0.003	-0.005
Si	6.801	-6.711	12.343	-0.013	0.002	0.003
Si	9.534	-3.983	12.319	0.01	0.008	0.004
Si	12.288	-1.271	12.284	0.005	-0.009	0.01
Si	15.021	1.449	12.238	-0.01	-0.019	-0.002
Si	12.282	4.164	12.293	-0.002	-0.009	-0.001
Si	15.015	-9.438	12.251	0.007	0.002	0.003
Si	12.264	-6.705	12.29	0.009	-0.005	0.007
Si	15.011	-3.997	12.237	0.005	-0.01	-0.004
Si	17.738	-1.288	12.19	0.006	-0.009	-0.002
Si	20.451	1.411	12.139	0.004	-0.009	-0.011
Si	17.752	4.146	12.197	-0.002	-0.003	-0.009
Si	20.436	-9.473	12.171	-0.003	0.004	-0.002
Si	17.722	-6.732	12.217	-0.022	-0.004	0.002
Si	20.432	-4.042	12.156	0.003	-0.005	-0.009
Si	23.143	-1.34	12.112	0.005	0.005	-0.011
Si	25.84	1.325	12.109	-0.004	-0.003	0.006
Si	23.136	4.084	12.11	0.004	-0.001	-0.014
Si	25.834	6.764	12.093	-0.004	-0.003	-0.004
Si	23.131	9.52	12.126	-0.007	-0.009	-0.008
Si	25.834	-4.085	12.077	0.009	0.012	-0.003
Si	28.549	-1.398	12.077	-0.003	-0.007	0.003
Si	31.263	1.308	12.074	-0.009	-0.018	0.002
Si	28.551	4.033	12.089	-0.009	0.017	0.001
Si	31.283	6.756	12.095	0.003	-0.005	0.012
Si	28.551	9.484	12.062	0.008	0.003	-0.005
Si	31.274	-4.127	12.07	0	-0.009	-0.005
Si	33.97	-1.403	12.081	0.002	0.003	-0.001
Si	-28.579	1.324	12.134	0.002	-0.003	0.006
Si	-31.282	4.035	12.11	0.008	0	0.013
Si	-28.573	6.772	12.11	-0.01	0.017	0.002
Si	-31.27	9.492	12.094	-0.002	0.004	-0.003
Si	-28.574	-4.109	12.12	0.002	0.009	-0.004
Si	-25.881	-1.406	12.171	-0.019	0.012	0.007
Si	-23.188	1.305	12.186	-0.002	0.006	0.005
Si	-25.879	4.051	12.128	0.002	-0.001	-0.006
Si	-23.177	6.782	12.169	0.013	-0.011	-0.007
Si	-25.879	9.494	12.148	0.007	-0.003	-0.003
Si	-23.195	-4.12	12.208	-0.002	0.003	0.009
Si	-20.495	-1.406	12.214	0.005	0.006	0.005
Si	-17.762	1.343	12.248	0.021	0.009	0.006
Si	-20.471	4.045	12.229	0.012	-0.008	-0.001
Si	-17.776	6.774	12.267	0.005	0.003	0.006
Si	-20.496	9.497	12.219	-0.012	0.003	0
Si	-17.783	-4.107	12.249	-0.004	-0.001	0
Si	-15.037	-1.376	12.285	0.005	-0.02	0.002
Si	-12.292	1.336	12.299	-0.001	-0.004	0.002
Si	-15.035	4.046	12.262	0	0.014	-0.003
Si	-12.301	6.775	12.298	-0.018	0.007	0.005
Si	-15.056	9.492	12.283	0.008	0.012	-0.004
Si	-12.293	-4.09	12.303	-0.01	0.001	-0.004
Si	-9.547	-1.363	12.304	-0.007	0.014	0.007
Si	-6.794	1.372	12.312	-0.005	0.002	-0.006
Si	-9.536	4.064	12.323	0.014	-0.004	-0.005
Si	-6.786	6.771	12.34	-0.002	0.004	-0.002
Si	-9.547	9.509	12.322	0.015	-0.016	0.003
Si	-6.793	-4.075	12.305	0.01	-0.007	0.001
Si	-4.052	-1.334	12.325	-0.008	0.009	0.006
Si	-1.321	1.409	12.331	-0.008	0.004	0.014
Si	-4.045	4.099	12.335	-0.018	0.003	-0.004
Si	-1.315	6.844	12.323	-0.004	0.017	0.005
Si	-4.059	9.518	12.306	0.011	-0.005	-0.006
Si	-1.328	-4.039	12.322	-0.005	-0.006	0.004
Si	2.759	0.079	13.686	0.001	-0.008	-0.006
Si	5.47	2.826	13.689	-0.002	0.013	-0.006
Si	2.77	5.494	13.703	-0.017	0.004	0.002
Si	5.457	8.245	13.708	0.004	0.006	0.003
Si	2.743	10.954	13.704	0.006	-0.002	0.004
Si	5.451	-2.629	13.693	-0.012	-0.006	-0.008
Si	8.176	0.117	13.678	0.017	-0.004	-0.007
Si	10.913	2.832	13.662	0.006	0.008	0.008
Si	8.196	5.536	13.694	0.001	-0.004	-0.003
Si	10.904	-8.067	13.658	-0.013	-0.01	-0.003
Si	8.175	-5.348	13.687	0.006	-0.013	0
Si	10.921	-2.621	13.645	0.004	-0.004	0.009
Si	13.653	0.114	13.611	0.017	0.008	0.003
Si	16.39	2.814	13.58	-0.006	0.01	0.005
Si	13.646	5.542	13.63	-0.006	0.004	0.001
Si	16.378	-8.086	13.603	-0.003	0.006	0.001
Si	13.654	-5.35	13.618	-0.011	0.013	0.007
Si	16.381	-2.628	13.573	-0.004	0.013	-0.001
Si	19.1	0.073	13.532	-0.013	-0.007	0.006
Si	21.799	2.755	13.516	-0.007	0.002	0.004
Si	19.101	5.499	13.567	0.006	0.022	0.005
Si	21.804	-8.145	13.536	0.005	-0.002	0.011
Si	19.095	-5.386	13.563	-0.014	-0.001	0.012
Si	21.804	-2.692	13.496	0.004	0.007	0.003
Si	24.486	-0.001	13.492	0.001	-0.024	0.013
Si	27.194	2.688	13.46	-0.005	-0.011	-0.001
Si	24.499	5.412	13.483	-0.006	-0.003	0.003
Si	27.205	8.123	13.433	0	0.014	0.006
Si	24.503	10.872	13.467	0.006	0.005	0.005
Si	27.192	-2.743	13.443	0.005	-0.001	0.006
Si	29.905	-0.04	13.438	0	0.012	-0.002
Si	32.622	2.665	13.44	-0.016	-0.001	-0.007
Si	29.91	5.394	13.436	-0.012	-0.009	-0.001
Si	32.643	8.133	13.437	0.021	0.015	0.001
Si	29.918	10.826	13.418	0.003	-0.005	-0.001
Si	32.618	-2.764	13.442	-0.002	0.002	0.001
Si	35.331	-0.061	13.454	-0.014	0.004	-0.008
Si	-27.219	2.69	13.503	-0.004	0.009	0.004
Si	-29.919	5.402	13.468	0.004	-0.001	-0.003
Si	-27.243	8.14	13.498	0.002	-0.009	-0.001
Si	-29.933	10.854	13.476	0.02	0.002	-0.009
Si	-27.231	-2.78	13.53	0	-0.01	0.003
Si	-24.535	-0.054	13.569	0.02	0.004	0.003
Si	-21.838	2.666	13.561	0.004	0.004	-0.005
Si	-24.546	5.42	13.511	-0.001	-0.008	-0.01
Si	-21.859	8.134	13.58	-0.011	0.002	-0.001
Si	-24.553	10.83	13.566	-0.021	-0.014	0.007
Si	-21.852	-2.761	13.593	0.005	-0.003	-0.004
Si	-19.138	-0.034	13.571	0.001	0.006	-0.012
Si	-16.409	2.702	13.621	0.008	-0.007	-0.001
Si	-19.149	5.419	13.621	0.009	0.003	0.004
Si	-16.431	8.139	13.639	-0.002	-0.014	0.008
Si	-19.163	10.864	13.607	0.012	-0.005	-0.004
Si	-16.409	-2.749	13.611	0.009	0.021	0.001
Si	-13.666	-0.018	13.648	-0.002	0.002	0.001
Si	-10.921	2.698	13.652	0	0.017	-0.008
Si	-13.684	5.412	13.624	0.005	-0.02	-0.004
Si	-10.926	8.134	13.647	-0.001	0.006	0.002
Si	-13.679	10.86	13.616	0.006	0.008	-0.005
Si	-10.927	-2.722	13.651	0.002	-0.015	0.003
Si	-8.176	0.003	13.638	0.011	0.005	0.001
Si	-5.434	2.734	13.666	0.003	0	-0.009
Si	-8.165	5.405	13.683	-0.007	-0.008	-0.002
Si	-5.413	8.141	13.668	-0.002	-0.019	-0.012
Si	-8.168	10.879	13.647	0.004	0.016	-0.006
Si	-5.418	-2.725	13.652	-0.006	0	0
Si	-2.686	0.028	13.673	0	-0.023	-0.001
Si	0.054	2.774	13.681	0	0.004	-0.01
Si	-2.679	5.478	13.681	0.008	0.006	-0.013
Si	0.033	8.216	13.69	0.01	-0.003	-0.002
Si	-2.692	-5.435	13.645	-0.021	-0.005	-0.013
Si	0.046	-2.669	13.661	0.004	0.002	-0.009
Si	1.417	1.434	15.063	-0.018	0.011	0.014
Si	4.143	4.162	15.097	0.035	-0.015	0.011
Si	1.414	6.866	15.036	0.013	-0.011	0
Si	4.099	9.599	15.073	-0.001	0.01	-0.006
Si	1.38	-4.013	15.058	-0.006	-0.004	-0.003
Si	4.101	-1.275	15.071	0.013	-0.011	0.006
Si	6.838	1.5	15.057	0.003	0.005	0.003
Si	9.578	4.199	15.054	0.008	-0.001	0.005
Si	6.84	6.898	15.059	-0.001	0.006	-0.007
Si	9.539	-6.719	15.035	0.006	0.002	0.004
Si	6.815	-3.988	15.054	-0.001	0	0.001
Si	9.568	-1.239	14.994	-0.003	-0.001	-0.004
Si	12.297	1.478	14.987	0.002	-0.016	-0.001
Si	15.039	4.185	14.954	0.007	-0.001	-0.003
Si	12.27	-9.427	15.009	0.003	0.007	-0.005
Si	15.004	-6.738	14.968	0.03	-0.026	-0.002
Si	12.297	-3.986	14.981	0	-0.013	0.012
Si	15.04	-1.238	14.935	-0.029	-0.007	-0.001
Si	17.76	1.443	14.918	0.006	-0.011	-0.005
Si	20.465	4.118	14.909	-0.005	0.008	-0.013
Si	17.755	-9.451	14.943	-0.019	-0.012	-0.008
Si	20.456	-6.779	14.911	-0.001	-0.003	-0.002
Si	17.739	-4.004	14.916	-0.014	0.002	0.004
Si	20.469	-1.307	14.86	0.004	-0.008	-0.015
Si	23.157	1.385	14.871	0.003	0.009	-0.006
Si	25.848	4.039	14.846	0.006	-0.01	-0.004
Si	23.156	-9.557	14.868	0.017	-0.001	-0.002
Si	25.86	9.477	14.805	-0.009	-0.001	0
Si	23.157	-4.08	14.837	-0.012	0.005	-0.007
Si	25.847	-1.379	14.819	-0.001	0	0
Si	28.56	1.331	14.801	-0.006	-0.012	-0.012
Si	31.257	4.028	14.787	-0.001	0.002	0.002
Si	28.557	6.757	14.797	0.003	-0.006	0.003
Si	31.269	9.476	14.795	-0.007	-0.002	0.007
Si	28.551	-4.141	14.761	0.001	-0.002	-0.007
Si	31.255	-1.407	14.792	-0.009	0.01	-0.005
Si	33.982	1.304	14.797	0.001	-0.021	-0.001
Si	-28.553	4.073	14.858	0.004	-0.004	0.006
Si	34.001	6.783	14.796	-0.006	0.01	0.005
Si	-28.575	9.522	14.862	-0.016	0.015	-0.002
Si	33.963	-4.121	14.822	0.018	-0.002	-0.005
Si	36.655	-1.425	14.849	0.002	-0.004	-0.011
Si	-25.886	1.336	14.908	-0.018	0.024	0.013
Si	-23.199	4.06	14.876	-0.017	0.011	-0.01
Si	-25.902	6.788	14.877	0.006	0.002	-0.008
Si	-23.228	9.468	14.963	0.022	-0.015	-0.013
Si	-25.898	-4.136	14.943	0.005	-0.006	0.004
Si	-23.203	-1.419	14.98	-0.018	0.006	0.014
Si	-20.501	1.296	14.948	0.029	-0.005	0.014
Si	-17.789	4.055	14.973	0.008	-0.005	-0.004
Si	-20.52	6.791	14.978	-0.005	-0.007	-0.003
Si	-17.81	9.517	14.979	-0.006	0.01	0
Si	-20.525	-4.112	14.996	-0.01	0.005	0.005
Si	-17.785	-1.382	14.94	0.011	-0.009	-0.003
Si	-15.049	1.344	14.984	0.012	0.013	0.007
Si	-12.309	4.065	14.973	-0.007	0.018	-0.005
Si	-15.065	6.761	14.976	0.018	0.004	0
Si	-12.313	9.507	14.963	-0.014	-0.016	-0.013
Si	-15.024	-4.091	14.968	0.001	-0.021	0.001
Si	-12.285	-1.355	15.013	0.001	0	0.011
Si	-9.538	1.349	15.005	-0.003	-0.014	0
Si	-6.8	4.054	15.058	0.001	-0.018	-0.002
Si	-9.57	6.752	14.993	0.004	0.001	0.001
Si	-6.799	9.505	14.981	-0.007	-0.001	-0.002
Si	-9.56	-4.098	14.981	0.009	-0.004	-0.007
Si	-6.825	-1.382	14.963	0.002	0.006	-0.006
Si	-4.075	1.375	15.005	-0.019	0.017	-0.013
Si	-1.295	4.141	15.032	0.001	-0.007	0.002
Si	-4.06	6.8	15.06	0.007	0.005	0.013
Si	-1.356	9.55	15.045	-0.002	0.006	0.004
Si	-4.042	-4.091	14.997	0.012	-0.021	-0.001
Si	-1.304	-1.325	15.019	-0.005	0.005	-0.005
Si	0.054	0.035	16.389	-0.02	-0.028	-0.015
Si	2.77	2.799	16.451	0.013	0.005	0.004
Si	0.068	5.515	16.4	0	0.007	-0.015
Si	2.757	8.21	16.426	-0.003	0.008	-0.013
Si	0.004	-5.394	16.391	0.01	0.006	0.001
Si	2.741	-2.66	16.433	-0.008	0.006	0.001
Si	5.46	0.139	16.393	0.002	-0.014	-0.01
Si	8.215	2.866	16.427	0.005	0.02	0
Si	5.516	5.547	16.453	-0.009	0.013	0.001
Si	8.189	8.251	16.439	-0.011	0.008	-0.001
Si	5.463	10.956	16.434	-0.006	-0.025	-0.004
Si	8.2	-2.582	16.345	0.008	-0.009	-0.007
Si	10.922	0.138	16.348	-0.006	0.003	0.004
Si	13.667	2.856	16.321	-0.011	0.012	-0.006
Si	10.925	5.573	16.434	-0.015	0.004	-0.005
Si	13.636	-8.08	16.362	-0.025	0.004	0.015
Si	10.933	-5.352	16.343	0.007	0.008	0.008
Si	13.667	-2.578	16.28	0.026	0.015	-0.004
Si	16.391	0.13	16.302	-0.01	-0.015	0
Si	19.12	2.781	16.295	-0.017	-0.006	0.007
Si	16.399	5.536	16.323	-0.007	0.002	0.006
Si	19.138	-8.139	16.321	-0.019	-0.007	0.013
Si	16.391	-5.375	16.28	-0.027	-0.001	0.005
Si	19.118	-2.633	16.24	0.005	0.013	-0.005
Si	21.806	0.043	16.242	-0.024	-0.025	0.001
Si	24.511	2.709	16.269	0	0	0.028
Si	21.838	5.423	16.3	-0.009	-0.002	0.015
Si	24.544	-8.219	16.192	0.011	0.003	-0.003
Si	21.829	-5.422	16.243	0.022	0.001	0.004
Si	24.518	-2.739	16.196	0.005	0.011	-0.001
Si	27.196	-0.007	16.16	0.009	0.027	-0.002
Si	29.913	2.676	16.172	-0.011	0.005	0.011
Si	27.229	5.386	16.178	-0.002	0.003	0.004
Si	29.927	8.101	16.152	0.006	0.01	0.007
Si	27.232	10.821	16.149	0.016	0.004	-0.002
Si	29.879	-2.78	16.118	-0.014	-0.003	-0.003
Si	32.623	-0.06	16.15	0.008	-0.014	0.009
Si	35.347	2.675	16.134	0.019	0.017	-0.014
Si	32.608	5.421	16.099	0.002	-0.005	-0.021
Si	35.347	8.148	16.172	0.026	-0.013	-0.011
Si	32.595	10.847	16.171	-0.017	-0.011	0.011
Si	35.301	-2.789	16.227	-0.01	0.01	0.003
Si	38.005	-0.067	16.203	0.008	-0.012	-0.004
Si	-24.517	2.721	16.27	0.019	0.008	-0.015
Si	-27.215	5.442	16.27	-0.032	-0.011	-0.006
Si	-24.621	8.127	16.329	-0.027	-0.001	0.018
Si	-27.268	10.85	16.327	0.034	-0.002	0.013
Si	-24.543	-2.817	16.352	-0.001	-0.01	-0.014
Si	-21.832	-0.067	16.351	-0.005	-0.016	0.011
Si	-19.173	2.686	16.304	-0.004	0.019	-0.005
Si	-21.925	5.426	16.3	0.024	0.006	0.003
Si	-19.186	8.174	16.357	-0.012	0.008	0.003
Si	-21.899	10.821	16.353	-0.033	-0.017	0.009
Si	-19.143	-2.722	16.316	0	0	-0.007
Si	-16.444	-0.018	16.309	0.003	0.004	-0.011
Si	-13.668	2.711	16.322	0.001	-0.007	-0.006
Si	-16.441	5.417	16.344	-0.002	-0.015	0.009
Si	-13.674	8.129	16.29	0.005	-0.002	0.001
Si	-16.415	10.883	16.3	0.013	0.014	0.005
Si	-13.663	-2.726	16.339	0.007	-0.003	0.003
Si	-10.888	-0.004	16.371	-0.014	0.008	0
Si	-8.18	2.676	16.4	0.009	0.018	0.028
Si	-10.953	5.4	16.354	-0.011	-0.02	0.003
Si	-8.192	8.13	16.291	0.01	0.009	-0.006
Si	-10.947	10.865	16.313	0.009	0.017	-0.009
Si	-8.192	-2.737	16.317	0.001	-0.002	0.004
Si	-5.458	-0.034	16.297	0.005	0.003	0
Si	-2.678	2.744	16.316	-0.012	-0.012	-0.013
Si	-5.424	5.411	16.41	0.009	0.006	0.012
Si	-2.708	8.178	16.42	-0.029	0.005	-0.004
Si	-5.416	-5.466	16.327	0.027	0.001	-0.001
Si	-2.639	-2.746	16.331	-0.021	-0.012	-0.017
O	3.756	6.355	1.675	0.576	0.103	-0.026
O	3.945	-7.696	0.329	-0.172	0.295	-0.019
O	5.934	-1.767	1.556	-0.432	0.059	-0.211
O	8.377	-5.321	1.647	-0.159	-0.329	-0.214
O	11.7	-2.018	1.894	-0.09	0.557	0.097
O	13.1	-0.775	0.112	-0.193	0.091	-0.544
O	18	-0.662	-0.348	0.171	-0.321	-0.549
O	18.408	3.792	1.338	0.281	-0.161	0.365
O	18.106	-6.458	1.552	0.419	-0.297	-0.133
O	19.638	-4.533	1.248	0.328	0.483	0.028
O	20.092	-3.354	-0.964	-0.276	0.279	-0.238
O	21.629	-2.165	0.902	-0.303	0.327	-0.006
O	25.843	1.524	0.448	-0.785	0.205	0.372
O	21.872	3.003	1.059	0.347	-0.011	-0.115
O	23.61	7.37	-0.529	-0.088	0.069	-0.805
O	24.809	5.667	1.137	-0.19	-0.349	-0.238
O	21.71	-7.997	1.048	-0.408	-0.196	-0.472
O	24.089	-6.935	1.102	0.102	-0.331	0.12
O	27.521	-7.931	1.467	-0.064	-0.453	-0.312
O	-28.396	6.969	2.168	-0.28	-0.04	-0.519
O	-22.484	-3.304	1.406	0.005	0.057	-0.429
O	-20.688	-1.556	2.325	-0.272	-0.145	-0.335
O	-19.596	0.124	0.865	-0.332	0.539	-0.287
O	-17.511	0.05	-0.573	0.071	-0.161	-0.466
O	-17.05	1.558	1.642	-0.478	-0.232	0.374
O	-19.284	4.601	1.453	0.286	-0.067	-0.083
O	-15.457	3.559	1.977	0.31	-0.192	-0.065
O	-13.716	-4.587	0.319	-0.083	0.219	0.279
O	-4.463	-2.011	0.501	0.391	-0.341	-0.29
O	-4.377	3.207	1.614	0.293	-0.426	-0.292
O	24.726	-6.145	3.542	-0.323	0.003	0.058
O	23.392	-4.56	2.205	-0.452	0.317	-0.253
O	-18.293	-0.623	3.031	0.086	0.44	0.079
O	-22.37	-6.356	21.809	-0.345	-0.062	0.399
O	0.543	-0.473	22.866	0.661	0.212	-0.12
O	-1.43	1.365	22.328	0.053	0.101	0.291
O	-0.989	-4.286	22.887	0.12	0.052	-0.08
O	1.599	-2.611	24.219	-0.339	-0.01	0.389
O	10.245	6.311	22.951	0.019	-0.117	0.04
O	32.158	-0.96	24.161	-0.189	-0.471	-0.064
O	-31.205	-2.024	22.577	-0.414	-0.306	0.137
O	-29.126	-3.849	22.082	0.113	-0.055	0.594
O	-26.79	-6.34	24.654	-0.307	-0.309	0.32
O	-23.392	-3.535	22.425	0.346	-0.078	-0.379
O	-22.187	-4.479	24.71	-0.007	0.284	0.124
O	-20.436	-5.979	23.578	0.67	-0.313	0.136
O	-7.053	1.737	22.487	0.363	-0.37	-0.192
O	-8.81	3.644	22.431	-0.011	0.5	-0.096
O	-5.797	0.96	24.567	0.255	0.001	0.605
O	-6.235	5.969	22.528	0.059	-0.241	0.276
O	-2.35	7.47	22.976	-0.162	-0.033	0.076
O	9.155	-7.425	-0.667	-0.032	0.457	0.252
O	0.944	-0.441	25.459	-0.195	-0.162	0.423
O	4.949	3.67	26.343	-0.279	0.413	-0.111
O	4.317	2.468	24.187	-0.337	0.693	-0.107
O	-0.396	2.574	25.844	-0.273	-0.096	-0.441
O	-1.354	-3.748	27.249	0.412	0.432	-0.08
O	6.333	7.002	25.141	-0.107	-0.498	0.296
O	2.358	-5.156	24.127	0.129	-0.118	0.4
O	6.119	-1.653	24.078	-0.109	-0.135	-0.203
O	9.997	1.499	24.597	0.205	0.344	0.247
O	8.01	5.195	24.341	0.594	0.004	-0.197
O	6.772	3.008	24.517	0.19	-0.253	0.087
O	14.493	4.842	24.058	0.126	-0.147	-0.231
O	8.921	7.588	24.812	-0.069	0.497	0.303
O	5.402	-7.258	23.773	-0.025	-0.139	-0.12
O	8.426	-6.771	-5.386	-0.017	-0.045	0.15
O	16.761	4.045	27.247	-0.134	0.277	0.127
O	9.783	-1.021	25.232	-0.669	0.006	0.321
O	12.404	3.804	25.034	-0.262	-0.374	0.317
O	11.003	-7.633	23.675	0.103	-0.22	0.475
O	21.811	1.555	26.723	-0.065	-0.028	-0.101
O	25.205	-7.922	-4.914	0.265	-0.286	0.725
O	14.406	7.366	24.211	-0.661	0.448	0.342
O	19.207	5.659	23.527	0.093	0.176	0.122
O	21.04	7.568	23.966	-0.16	0.004	-0.032
O	22.264	7.658	26.199	0.084	-0.157	-0.248
O	16.559	-7.798	23.364	0.059	-0.132	0.483
O	18.566	-6.146	24.048	-0.386	0.301	0.197
O	20.466	-4.291	24.23	-0.214	0.005	0.347
O	29.501	1.234	-4.302	0.268	-0.536	-0.236
O	27.25	5.241	-5.2	-0.402	0.338	0.168
O	21.95	2.87	23.61	-0.661	0.129	-0.207
O	23.799	4.72	24.453	-0.23	0.28	0.02
O	24.233	-5.483	26.491	-0.262	-0.185	-0.589
O	26.036	-4.283	24.319	0.315	-0.379	0.434
O	27.523	-2.103	24.084	-0.027	-0.243	-0.061
O	24.996	-2.009	25.033	0.214	0.473	0.188
O	29.558	-0.37	23.693	-0.142	0.133	-0.232
O	31.12	1.384	24.915	-0.191	0.149	-0.758
O	27.63	2.54	23.424	0.209	-0.098	0.095
O	30.118	2.429	27.116	-0.095	-0.187	-0.185
O	29.499	4.291	24.262	0.022	0.069	-0.158
O	31.33	6.24	24.347	-0.078	0.175	0.257
O	24.78	6.487	26.299	-0.353	0	-0.186
O	28.827	-6.525	-0.356	0.606	-0.167	-0.266
O	31.163	-4.174	24.419	-0.314	0.481	0.141
O	-30.725	3.521	24.282	-0.246	0.005	0.358
O	-26.048	5.885	-3.965	-0.651	-0.011	-0.079
O	-29.341	-5.733	24.933	-0.081	-0.061	0.129
O	-27.762	-3.709	24.46	-0.017	0.096	-0.244
O	-26.339	-1.503	24.31	0.039	-0.05	0.627
O	-23.409	0.117	24.596	0.26	0.172	0.517
O	-18.161	-7.926	-2.161	-0.44	0.252	-0.275
O	30.104	-7.958	26.946	-0.078	-0.053	-0.468
O	-19.817	-4.998	25.879	-0.224	0.084	0.587
O	-24.661	-5.101	24.003	-0.312	0.156	-0.181
O	-13.989	1.311	-4.732	0.451	0.053	0.442
O	-17.393	-4.773	27.031	0.28	-0.471	0.109
O	-22.604	7.288	24.629	0.471	-0.2	-0.095
O	-22.355	-8.029	-3.882	0.199	-0.2	0.253
O	-17.76	3.817	25.73	0.339	0.395	-0.331
O	-12.359	-5.768	25.59	0.315	0.226	0.21
O	-12.898	-6.958	-5.056	0.263	-0.235	0.152
O	-17.655	-4.123	24.541	0.02	-0.026	-0.007
O	-13.813	-1.386	-4.987	0.23	-0.441	0.124
O	-11.094	2.702	23.43	0.351	-0.141	-0.07
O	-8.587	2.927	-5.559	0.153	-0.534	-0.213
O	-12.827	6.337	24.269	0.029	0.128	0.08
O	-12.118	-5.521	-3.022	-0.033	0.133	0.396
O	-11.101	-7.996	23.587	0.271	-0.168	0.334
O	-18.147	7.125	24.395	-0.274	-0.273	0.412
O	-10.679	-3.714	25.627	-0.168	-0.402	0.133
O	-10.514	-1.481	26.889	-0.09	0.584	-0.011
O	-7.761	5.127	26.472	-0.112	-0.182	0.443
O	-1.801	5.263	-3.077	-0.293	0.064	0.525
O	-8.503	3.325	-1.344	-0.018	-0.098	-0.596
O	-3.937	-7.839	26.575	0.172	-0.161	-0.147
O	-5.72	-7.91	23.481	0.047	-0.068	0.704
O	-9.549	-5.952	24.51	-0.074	-0.204	0.268
O	-6.32	-1.704	27.591	-0.141	-0.137	-0.186
O	-9.972	4.916	-4.517	0.239	0.502	-0.499
O	-2.789	5.479	-5.571	-0.286	-0.097	-0.26
O	-7.378	-1.165	23.982	-0.272	0.469	-0.167
O	3.475	0.302	-3.721	0.06	-0.051	-0.137
O	3.604	2.925	-4.091	-0.237	-0.185	-0.032
O	-1.841	5.217	24.199	0.154	-0.249	0.322
O	-0.159	7.275	24.372	0.608	-0.163	0.019
O	-0.472	1.667	-4	-0.111	-0.778	0.181
O	-3.907	-6.314	24.371	0.075	0.321	-0.021
O	9.618	2.452	-3.977	0.111	-0.096	0.322
O	6.613	5.768	-2.242	-0.367	0.183	0.204
O	8.473	-5.75	25.702	0.228	-0.332	0.15
O	2.309	7.706	-2.743	0.104	0.255	0.098
O	10.274	-7.784	-3.873	0.365	0.289	0.085
O	9.107	6.299	-2.975	0.15	-0.432	0.279
O	6.381	-3.349	-2.445	-0.042	0.071	0.684
O	5.306	-5.833	-2.678	-0.101	-0.17	0.37
O	11.537	4.551	27.36	-0.335	-0.084	-0.234
O	4.764	7.897	-3.028	0.512	-0.109	-0.051
O	8.154	6.263	26.87	0.015	-0.558	0.12
O	13.524	5.921	26.223	-0.186	0.51	0.241
O	14.914	-4.813	-1.163	0.013	-0.424	0.17
O	-27.064	3.821	-1.425	0.023	-0.195	-0.37
O	14.134	-4.344	24.051	-0.356	0.426	0.164
O	16.655	1.624	-3.172	0.167	-0.058	0.456
O	32.045	5.848	-4.271	0.45	0.281	-0.212
O	22.843	-0.808	25.983	-0.034	-0.125	0.484
O	16.31	-7.527	-0.131	0.527	0.113	-0.285
O	-2.202	4.207	27.125	0.378	0.394	0.183
O	19.868	-0.972	-3.252	-0.311	0.465	0.574
O	16.678	-7.48	26.382	0.576	-0.041	-0.501
O	14.179	0.683	26.399	-0.025	0.235	-0.071
O	15.571	-1.386	25.179	-0.159	-0.062	0.017
O	-25.031	1.009	-5.131	0.094	0.276	-0.403
O	17.563	3.791	-4.516	0.275	-0.361	-0.443
O	-26.744	5.311	25.478	0.004	0.559	0.106
O	-21.05	3.555	-2.975	-0.246	0.674	0.259
O	17.588	3.994	24.742	-0.177	-0.185	-0.021
O	20.689	-6.818	-3.29	0.313	0.154	0.122
O	31.917	-2.968	26.633	0.008	-0.24	0.374
O	-29.388	1.509	25.623	-0.228	-0.008	0.606
O	22.818	-3.42	25.841	-0.644	-0.101	-0.399
O	17.701	-2.911	27.479	0.524	0.113	-0.125
O	22.98	5.121	-5.065	-0.273	0.115	0.001
O	-27.35	-2.505	26.59	0.14	-0.464	0.057
O	19.344	4.784	26.558	-0.079	0.446	-0.374
O	27.518	2.872	-4.183	0.308	-0.05	0.362
O	25.102	3.837	-4.373	-0.175	-0.136	0.627
O	26.169	4.491	25.671	0.303	-0.051	-0.302
O	30.62	3.613	-4.098	-0.25	0.38	0.417
O	26.991	-6.031	-5.592	-0.102	0.261	0.475
O	27.38	-4.988	-1.899	-0.029	0.017	-0.556
O	-4.361	4.95	-3.618	0.132	0.157	0.255
O	28.443	-7.02	24.271	0.048	0.012	0.153
O	21.898	-2.562	-3.999	-0.348	-0.039	-0.124
O	26.036	-7.091	25.338	-0.496	0.085	-0.225
O	28.263	5.591	-1.423	0.154	0.101	0.379
O	-31.993	-2.417	-4.251	-0.116	0.087	-0.316
O	10.496	-1.478	-4.236	-0.009	0.063	-0.674
O	-30.964	-0.431	26.204	-0.232	-0.408	-0.128
O	-8.211	8.23	-5.007	-0.73	-0.58	0.021
O	29.93	-4.372	-1.437	0.145	0.038	-0.588
O	7.469	-8.043	-2.61	0.137	0.21	-0.114
O	-31.518	-7.164	24.581	-0.275	-0.104	0.561
O	19.596	-5.998	-1.057	0.218	-0.412	0.275
O	17.657	-7.599	-5.149	-0.436	0.244	-0.06
O	31.883	-4.531	-4.446	-0.013	-0.128	0.418
O	-31.76	-4.734	25.547	0.094	0.266	-0.382
O	-6.754	3.965	-4.02	-0.19	-0.077	0.417
O	-29.26	1.445	-4.571	-0.01	0.385	0.408
O	-28.828	-1.147	24.887	-0.086	-0.268	-0.216
O	-21.384	4.376	-5.494	0.6	0.069	-0.184
O	31.671	3.88	25.68	0.653	0.094	0.183
O	-20.199	2.098	-4.971	0.419	0.289	-0.328
O	-17.926	-6.667	25.275	-0.274	-0.067	-0.097
O	-25.057	-1.438	-4.205	0.438	-0.192	-0.138
O	-27.897	0.251	-2.53	0.208	0.465	0.197
O	-25.098	3.399	25.947	0.225	-0.552	-0.053
O	-23.613	5.311	-4.6	0.196	0.077	0.084
O	-16.604	1.557	-4.699	-0.242	0.271	0.251
O	-13.951	-7.759	25.946	0.019	0.171	-0.566
O	-20.171	4.58	26.678	-0.151	0.211	-0.218
O	27.843	8.139	-4.505	-0.126	-0.518	-0.041
O	16.889	-1.76	1.674	0.215	0.13	0.077
O	-24.054	5.306	27.243	-0.26	0.222	-0.532
O	-23.586	1.067	-0.156	0.246	0.144	-0.117
O	16.785	0.736	25.972	-0.14	0.349	0.386
O	23.07	-7.045	24.285	0.173	0.042	0.442
O	-17.557	1.357	24.442	0.359	0.165	0.187
O	-17.145	1.684	27.183	-0.481	-0.001	-0.298
O	-29.909	8.105	-2.512	-0.13	-0.198	-0.283
O	1.698	1.947	-2.554	-0.124	-0.34	0.13
O	13.512	7.912	-4.023	-0.255	0.256	-0.363
O	6.902	-0.645	-2.506	-0.022	0.225	-0.216
O	-7.027	-1.897	0.022	0.069	0.39	-0.247
O	-14.392	6.006	26.333	-0.219	-0.275	0.698
O	-14.219	-3.771	25.386	-0.409	-0.247	0.238
O	-22.796	2.348	-4.578	0.003	-0.202	-0.196
O	-18.828	-0.362	26.029	0.141	-0.178	-0.31
O	15.516	-0.002	0.197	-0.02	0.152	-0.452
O	-13.202	1.454	24.396	-0.283	-0.275	0.283
O	-24.632	4.658	-2.09	0.52	-0.258	-0.042
O	-11.656	0.106	-4.712	0.184	-0.217	-0.213
O	-10.598	7.235	-3.589	0.11	0.261	-0.767
O	-22.038	0.039	-1.92	0.097	-0.257	-0.086
O	0.224	-3.126	-3.664	-0.569	0.292	-0.223
O	-6.06	-7.265	-3.674	0.231	-0.027	-0.204
O	-10.742	2.511	-3.983	-0.212	0.432	0.332
O	1.504	-2.744	-1.47	0.164	0.253	-0.167
O	-6.985	3.328	24.664	0.201	0.383	0.205
O	-27.815	-4.808	0.023	-0.211	0.266	-0.506
O	-6.774	-0.431	-4.564	-0.031	-0.347	0.406
O	16.481	-3.832	-2.882	-0.244	-0.116	-0.049
O	-24.448	8.02	-2.003	-0.044	-0.183	-0.224
O	-7.536	6.778	24.472	-0.245	-0.168	-0.038
O	10.375	-5.371	27.517	0.064	-0.294	0.206
O	0.148	6.814	-3.779	-0.451	-0.122	-0.74
O	3.398	-6.39	-4.252	0.175	-0.146	0.146
O	31.234	-5.571	26.604	-0.143	-0.063	-0.115
O	-8.23	-3.623	24.758	0.369	-0.105	0.446
O	-2.822	2.923	25.006	-0.02	-0.691	-0.471
O	3.299	0.174	26.602	-0.276	-0.011	0.496
O	-1.059	-3.329	-1.426	-0.337	0.633	-0.153
O	11.567	0.427	26.507	0.128	0.047	-0.047
O	-13.519	7.423	-1.573	0.26	-0.403	0.114
O	-16.436	7.716	26.23	-0.366	-0.087	0.421
O	0.114	0.078	1.027	0.047	-0.198	-0.492
O	-2.58	3.162	-4.476	-0.298	-0.282	0.284
O	-3.466	-6.597	-4.355	0.382	0.119	0.518
O	-3.353	2.451	-1.785	0.078	0.168	-0.07
O	-0.947	-1.994	24.283	-0.222	0.408	0.384
O	7.199	1.822	-4.868	-0.319	-0.345	0.249
O	5.667	4.441	-4.71	0.087	-0.29	0.148
O	22.647	-3.881	-0.773	0.05	0.064	0.483
O	26.092	-2.855	-1.168	0.241	0.192	0.053
O	0.478	-8.013	26.63	0.254	-0.259	0.09
O	11.507	6.268	-4.074	-0.53	-0.446	-0.236
O	0.802	-5.155	-1.915	0.669	-0.078	-0.409
O	-14.274	-4.7	-4.102	-0.017	0.159	-0.212
O	-24.291	-1.101	-1.703	0.04	-0.212	0.607
O	8.2	4.291	-4.965	0.431	0.263	-0.348
O	5.343	-1.577	26.518	0.143	-0.226	0.534
O	13.558	3.087	-2.178	0.293	-0.065	-0.054
O	-16.52	-4.037	0.285	0.364	0.491	-0.081
O	14.628	3.07	-4.701	0.199	0.134	-0.004
O	14.364	-2.241	-5.166	0.361	0.209	-0.255
O	-25.93	6.257	-0.59	-0.337	0.201	0.332
O	13.913	-5.931	-3.284	-0.331	0.039	-0.532
O	12.139	-4.838	-1.748	0.077	-0.214	-0.12
O	-17.607	7.817	0.325	0.033	-0.194	-0.122
O	13.877	-3.226	-2.845	-0.402	0.16	-0.22
O	15.473	-0.934	-3.132	0.348	-0.177	0.193
O	10.829	-3.121	26.186	-0.532	-0.069	0.193
O	22.654	-6.529	-1.07	-0.499	-0.162	-0.419
O	22.163	0.036	-3.987	0.617	-0.272	0.041
O	16.015	4.139	0.291	-0.314	0.303	-0.049
O	-18.167	-2.401	27.565	-0.393	-0.042	-0.22
O	4.119	-3.266	24.898	-0.146	-0.145	0.19
O	12.38	-5.15	25.861	-0.195	0.006	0.148
O	14.064	-7.872	-1.476	-0.707	-0.108	0.093
O	18.415	-7.92	-2.638	-0.021	-0.417	0.357
O	16.349	-4.875	26.261	-0.541	0.27	0.104
O	-5.121	-1.51	25.181	0.443	-0.421	-0.09
O	18.653	2.376	26.631	0.721	-0.007	0.654
O	-23.567	-4.652	-0.661	0.26	0.041	-0.132
O	9.923	-3.427	-2.545	-0.096	-0.049	0.171
O	21.552	7.17	-4.284	-0.152	-0.12	0.808
O	18.526	-5.394	-3.369	-0.077	0.108	-0.065
O	-4.758	-5.56	-2.284	-0.003	-0.017	-0.124
O	-24.511	-3.516	-2.79	0.44	0.155	-0.205
O	17.638	-4.401	-0.589	-0.157	-0.255	0.358
O	23.129	-4.745	-3.178	-0.267	-0.435	-0.136
O	-26.695	-2.079	-2.254	-0.398	-0.415	0.219
O	3.608	-3.449	-0.013	0.437	-0.016	-0.05
O	20.353	1.791	-3.552	-0.634	0.028	-0.106
O	-4.068	5.209	25.558	-0.42	0.508	-0.112
O	-23.905	-2.579	24.742	-0.655	-0.009	0.1
O	-5.87	-4.199	-0.26	-0.504	-0.203	-0.339
O	-28.825	-1.399	-0.713	0.179	0.022	0
O	-20.583	3.308	-0.414	-0.039	-0.373	-0.03
O	31.439	-2.227	-0.594	0.331	-0.027	0.322
O	24.183	1.461	25.776	0.002	0.53	0.13
O	20.517	5.013	0.055	0.094	0.281	-0.069
O	28.413	-1.94	-4.262	0.492	-0.27	0.398
O	27.009	-0.792	0.656	0.021	0.105	-0.1
O	-13.021	1.794	26.943	0.043	-0.182	-0.034
O	30.417	-0.881	26.091	-0.861	0.116	0.149
O	4.66	-7.592	26.208	-0.547	0.466	-0.25
O	-18.511	5.011	-4.272	-0.549	-0.41	-0.003
O	27.86	7.387	25.946	-0.047	-0.321	0.085
O	29.558	7.489	-2.601	-0.191	-0.058	0.022
O	-25.886	-5.409	-1.622	-0.21	0.102	-0.321
O	-9.525	4.249	24.806	-0.058	0.49	0.14
O	5.157	-5.388	0.76	0.037	0.226	-0.482
O	-3.363	-4.183	-0.57	-0.015	0.665	0.048
O	6.053	1.305	-1.053	-0.048	0.155	0.369
O	32.429	-0.211	-2.166	0.382	-0.07	0.379
O	-30.74	0.254	23.719	0.01	0.242	-0.416
O	-32.029	2.926	-0.579	-0.45	-0.498	0.208
O	29.898	5.768	26.44	0.223	-0.305	0.536
O	-20.529	-0.339	-3.961	-0.24	-0.777	-0.31
O	30.951	5.417	-1.965	-0.091	-0.267	0.32
O	22.754	2.573	-4.298	-0.064	-0.123	0.543
O	-15.824	2.107	-0.615	-0.385	0.098	-0.387
O	27.047	0.331	-4.069	-0.15	0.299	0.263
O	-12.415	5.336	-3.558	0.131	-0.27	0.237
O	-7.289	-3.515	-3.712	0.25	-0.234	0.484
O	-23.765	-6.017	-3.023	0.427	0.243	-0.597
O	8.327	2.547	1.127	-0.019	-0.001	-0.35
O	-13.55	-2.037	0.464	0.598	0.445	-0.072
O	17.233	6.4	-4.03	-0.106	-0.154	0.322
O	-32.549	0.135	-4.725	-0.142	-0.415	0.11
O	-15.832	5.951	0.874	0.069	0.001	-0.557
O	-15.244	2.605	25.7	-0.274	-0.306	-0.149
O	-24.382	5.41	24.211	0.257	-0.204	0.242
O	-6.72	4.129	0.379	-0.299	0.175	0.436
O	2.543	3.099	0.838	0.078	-0.006	-0.427
O	30.111	6.884	-0.02	-0.382	0.555	0.295
O	-18.526	3.6	-2.055	0.129	-0.104	0.453
O	24.864	-5.221	-1.315	0.001	-0.287	0.051
O	6.905	-4.895	-4.513	-0.13	0.606	-0.316
O	-9.011	-1.901	-4.672	-0.238	-0.175	-0.388
O	6.556	-7.323	-0.295	-0.167	-0.433	0.23
O	-17.301	7.285	-4.364	0.078	0.275	-0.245
O	8.656	1.197	-1.624	-0.156	0.232	-0.432
O	-31.572	1.932	-2.994	0.481	0.072	0.006
O	-16.013	-4.716	-2.147	-0.341	0.092	0.053
O	30.979	-2.243	-3.035	-0.194	0.04	-0.091
O	-16.068	-7.77	23.755	0.049	-0.036	0.091
O	-13.402	2.146	-1.681	-0.153	0.029	-0.135
O	-11.064	2.979	-0.848	-0.155	0.048	0.227
O	11.611	-7.249	0.302	-0.099	0.158	-0.541
O	10.029	-4.493	-0.114	0.069	-0.639	-0.164
O	1.766	-4.489	-5.17	-0.152	0.217	-0.361
O	-31.222	-7.462	-0.311	-0.018	0.309	-0.171
O	13.843	5.283	-3.534	0.313	0.108	0.419
O	-18.599	0.102	-5.606	-0.116	-0.523	-0.28
O	1.568	3.257	27.304	0.261	0.218	0.055
O	11.157	2.349	-1.331	-0.332	0.254	-0.139
O	-29.702	-1.067	-3.946	-0.023	-0.007	-0.414
O	-11.254	0.699	-2.185	0.045	-0.491	0.178
O	-0.678	2.883	-1.677	0.089	0.228	0.346
O	-5.985	2.27	-1.421	-0.085	-0.052	-0.057
O	-10.227	-5.63	0.852	-0.034	-0.363	-0.363
O	-5.395	-4.953	-4.781	0.333	0.293	-0.475
O	-22.922	-1.378	26.742	-0.651	0.014	0.1
O	-14.139	4.168	-0.124	0.423	0.248	0.119
O	-6.5	6.559	-3.955	0.304	-0.079	-0.62
O	-12.796	-7.063	0.142	0.345	0.041	0.276
O	-4	-2.994	27.05	-0.316	-0.249	0.145
O	-8.506	2.609	26.646	-0.215	0.044	-0.091
O	0.447	5.557	-1.517	0.22	-0.154	-0.026
O	13.465	1.782	0.014	0.123	0.243	0.017
O	2.347	-1.168	0.283	0.181	0.007	-0.21
O	-29.014	6.192	24.593	0.118	0.197	0.457
O	-2.751	8.183	1.091	-0.175	0.008	-0.233
O	-28.832	-6.116	-3.799	0.345	0.246	0.024
O	29.929	-0.233	-1.456	-0.484	-0.221	-0.343
O	-4.283	0.296	-0.713	-0.176	-0.065	-0.433
O	28.996	-2.577	0.231	-0.148	0.075	-0.194
O	-10.861	-7.932	-1.352	0.139	0.307	0.138
O	17.606	-0.39	-4.501	0.005	0.127	-0.421
O	-10.861	-5.022	-5.278	0.181	0.581	0.041
O	-4.539	-6.434	0.192	-0.437	-0.523	-0.353
O	12.925	-0.944	-3.303	0.053	0.262	0.085
O	-0.842	6.474	0.472	-0.15	0.197	-0.438
O	7.168	4.398	-0.141	0.207	0.283	-0.099
O	5.232	-1.706	-4.136	0.006	-0.055	-0.87
O	5.792	-7.161	-4.965	-0.026	-0.621	-0.378
O	11.611	0.899	-4.375	0.191	-0.025	-0.071
O	-13.007	3.937	25.41	0.663	0.193	0.337
O	8.071	0.148	23.44	-0.057	0.201	0.025
O	7.59	-0.525	-0.042	0.351	-0.064	-0.033
O	10.192	0.737	0.455	0.533	-0.637	0.046
O	-7.965	-5.445	-5.21	-0.227	-0.035	0.514
O	26.893	-3.063	26.464	0.322	0.308	0.079
O	13.689	-3.332	0.747	-0.127	0.109	-0.303
O	21.818	-1.459	-1.63	0.431	0.418	0.191
O	-23.035	7.715	27.257	-0.001	0.343	0.274
O	9.762	-3.841	-5.113	-0.631	-0.174	0.054
O	8.291	-2.761	0.952	-0.177	-0.057	-0.615
O	-11.557	-3.545	-0.464	0.054	0.394	-0.416
O	-1.912	7.902	-5.395	0.263	0.094	0.552
O	16.191	6.303	25.766	0.171	-0.232	-0.169
O	-28.696	5.598	27.166	-0.326	0.181	0.336
O	18.02	5.606	-0.503	0.172	0.446	-0.319
O	12.403	4.194	0.013	0.363	0.072	-0.409
O	17.45	1.827	0.093	-0.231	-0.228	-0.329
O	0.51	4.108	-3.613	0.157	0.001	-0.401
O	-3.207	-5.449	26.743	0.116	0.024	0.452
O	-19.926	-7.418	-0.095	-0.568	-0.485	-0.267
O	24.012	-3.422	-5.359	-0.413	-0.45	-0.306
O	-17.867	-5.965	-0.619	-0.366	0.409	-0.128
O	15.994	-2.419	-0.714	-0.274	0.142	-0.552
O	17.674	-3.131	24.923	0.483	-0.075	-0.304
O	-15.715	-2.59	-3.729	-0.521	0.23	0.286
O	-6.716	6.81	0.152	-0.103	0.101	-0.294
O	1.697	7.114	0.256	-0.131	0.677	0.244
O	12.129	-1.75	24.276	0.265	-0.255	0.142
O	19.003	-4.907	26.312	0.327	-0.029	0.553
O	15.76	-5.267	1.198	0.227	0.199	-0.169
O	16.897	-4.679	-5.321	-0.539	-0.039	0.081
O	-19.784	2.156	25.549	-0.793	-0.218	-0.102
O	-30.723	-6.624	27.058	0.378	-0.23	0.077
O	-4.464	5.487	0.251	0.192	0.672	0.092
O	-24.974	-8.023	-4.479	0.148	0.148	-0.35
O	22.642	-6.92	-5.032	0.041	0.577	0.247
O	-28.86	4.309	0.339	0.419	0.229	0.613
O	-1.607	-7.059	25.37	0.016	0.015	-0.189
O	-4.045	-0.444	27.292	0.324	-0.083	-0.128
O	-2.333	4	0.091	0.086	0.1	-0.029
O	-9.803	-6.534	-3.325	0.742	-0.077	-0.19
O	25.882	-0.242	26.929	0.236	-0.64	-0.179
O	7.994	-2.265	-4.131	-0.046	0.14	-0.611
O	-11.998	6.716	0.274	0.183	-0.615	-0.157
O	25.105	-0.509	-1.117	-0.642	0.48	-0.097
O	-8.735	7.674	26.44	0.172	0.293	-0.106
O	30.087	2.356	-1.891	0.196	0.512	0.247
O	28.412	1.535	-0.107	-0.248	-0.111	0.314
O	-14.231	-5.818	23.82	-0.206	-0.047	0.016
O	15.908	-7.7	-3.284	0.113	0.106	0.064
O	-1.455	-5.898	-0.862	-0.604	-0.485	-0.103
O	-6.153	7.139	26.718	-0.153	0.275	0.094
O	-19.776	0.212	23.71	-0.042	0.461	-0.581
O	-21.687	5.367	0.812	-0.168	0.264	-0.197
O	14.482	-6.534	25.405	0.023	-0.683	0.084
O	32.579	0.013	0.723	0.191	0.118	-0.225
O	3.848	6.394	-1.033	0.673	-0.468	0.161
O	-30.275	6.409	-0.483	0.377	-0.009	-0.024
O	-8.746	-5.019	26.888	0.445	0.364	0.207
O	31.97	5.09	0.594	-0.023	-0.093	-0.331
O	-15.051	4.825	24.085	-0.333	0.354	0.008
O	-28.353	1.772	-0.081	-0.231	-0.298	-0.402
O	32.515	-5.619	0.793	-0.077	0.072	-0.32
O	-13.836	-3.199	-1.916	0.06	0.516	-0.391
O	30.783	-2.449	-5.504	0.179	0.075	-0.463
O	-29.996	-3.477	0.351	-0.655	-0.047	0.194
O	-27.54	7.973	-3.743	0.008	-0.173	0.109
O	-9.919	-3.915	-3.141	-0.008	0	0.277
O	11.077	7.377	-1.654	0.356	-0.216	-0.118
O	29.236	-6.354	-3.045	0.185	0.177	-0.292
O	10.821	-0.134	-2.017	-0.024	-0.519	0.059
O	5.673	1.061	25.967	0.272	-0.238	0.086
O	26.039	-1.774	-5.24	0.055	0.342	-0.293
O	21.314	3.138	-1.545	0.303	0.197	-0.646
O	8.976	0.846	26.943	-0.606	0.059	-0.253
O	-32.609	1.596	27.022	0.381	0.416	0.126
O	-31.823	4.559	-2.549	0.043	0.143	-0.373
O	-18.439	-2.281	0.509	-0.194	-0.165	-0.114
O	-23.423	7.055	0.062	0.538	0.21	-0.135
O	-8.291	7.937	-2.454	0.231	-0.309	0.476
O	-24.405	-7.302	25.404	-0.302	0.164	0.506
O	-25.234	3.331	-4.19	-0.584	-0.064	-0.053
O	-21.453	-1.663	24.462	0.157	-0.503	0.197
O	-26.452	-0.466	-0.279	0.247	0.561	-0.156
O	2.952	0.347	23.992	-0.02	-0.653	-0.386
O	-21.702	-5.71	0.716	-0.093	-0.145	-0.09
O	-17.403	5.958	-2.062	0.133	0.007	0.73
O	-6.145	5.233	-1.811	-0.253	0.117	-0.105
O	-15.363	-6.427	-0.163	-0.297	-0.529	-0.302
O	0.111	-7.645	-1.94	-0.247	-0.14	0.026
O	7.442	3.32	-2.645	-0.019	-0.346	0.047
O	25.506	5.737	-1.37	-0.129	0.36	-0.333
O	29.869	5.557	-5.688	0.147	0.299	0.028
O	-27.345	-0.344	-5.007	-0.274	0.024	-0.262
O	19.105	-0.087	27.221	-0.179	-0.594	-0.362
O	-19.685	-1.12	-1.512	0.038	-0.451	0.029
O	-14.158	5.64	-5.582	-0.051	0.258	-0.23
O	-32.271	7.103	-2.063	-0.145	0.235	0.116
O	-12.211	0.924	0.265	-0.313	-0.5	-0.084
O	-7.637	1.702	0.533	-0.733	-0.258	0.196
O	-14.416	-7.042	-3.06	-0.422	0.567	0.344
O	7.757	-5.561	-1.966	0.34	0.424	0.273
O	1.57	3.921	24.72	-0.265	0.029	-0.14
O	-8.247	-7.668	1.096	0.392	-0.012	-0.209
O	9.001	-7.627	27.535	0.499	-0.298	0.26
O	-9.045	-3.504	0.104	0.252	-0.585	-0.057
O	2.621	-2.123	-4.356	0.005	-0.245	-0.056
O	-9.488	-0.93	0.204	-0.228	0.492	-0.532
O	-5.706	0.05	1.425	-0.073	-0.406	0.04
O	6.689	-3.765	25.43	-0.186	0.3	0.582
O	-1.821	1.46	0.113	-0.153	-0.484	-0.508
O	-6.087	1.902	-5.458	-0.143	-0.037	-0.363
O	-12.692	-1.744	25.467	-0.209	0.334	-0.256
O	3.766	-1.616	-1.956	0.046	-0.037	0.274
O	-8.623	-1.956	-2.056	0.096	0.281	-0.134
O	-10.284	5.226	-1.901	-0.059	0.373	0.142
O	7.117	6.656	-4.672	-0.119	0.52	-0.36
O	-15.287	-0.149	0.616	0.264	0.152	-0.031
O	16.391	4.169	-2.248	-0.661	0.122	-0.133
O	-24.259	1.365	-2.638	-0.15	0.256	0.251
O	19.803	1.128	-0.926	0.765	-0.21	-0.016
O	24.249	-2.338	-2.941	-0.148	0.242	-0.088
O	-19.914	7.28	-4.785	-0.198	0.302	0.039
O	-30.774	-2.544	-1.999	-0.578	-0.209	-0.16
O	18.488	-2.927	-4.187	0.091	-0.062	0.209
O	-15.084	-1.395	26.37	-0.281	0.217	-0.301
O	20.763	-6.616	25.458	-0.177	-0.131	0.327
O	-19.823	1.397	-2.079	0.402	-0.179	0.088
O	-2.393	1.537	27.166	0.189	-0.352	0.213
O	5.084	3.663	-1.455	-0.424	0.472	-0.362
O	-2.673	-3.713	24.892	-0.396	-0.204	-0.086
O	-31.076	-5.722	-5.044	-0.044	-0.681	0.067
O	15.632	6.395	-1.152	0.007	-0.107	-0.332
O	-27.905	-7.006	-1.478	-0.592	-0.202	0.156
O	-4.837	0.857	-3.296	0.251	-0.068	-0.009
O	-21.773	-6.827	25.772	0.098	-0.094	0.461
O	-29.668	-3.66	-4.171	0.255	0.057	0.105
O	18.239	7.162	27.471	0.251	-0.319	-0.324
O	15.216	0.614	-5.169	-0.28	-0.466	-0.266
O	14.095	3.63	27.189	0.042	-0.684	0.054
O	-11.419	8.125	26.436	-0.073	-0.482	-0.171
O	26.674	2.101	26.421	0.378	-0.126	0.191
O	30.441	-7.84	-4.873	0.433	-0.1	0.027
O	3.592	5.514	-3.483	-0.416	-0.074	-0.017
O	26.716	-5.559	27.388	-0.054	-0.221	0.057
O	11.587	-2.554	-0.712	-0.274	0.431	-0.448
O	-9.164	0.505	-3.852	0.33	0.214	0.338
O	0.948	-7.027	-4.453	-0.287	-0.09	-0.064
O	26.829	3.552	-0.812	-0.404	0.08	-0.212
O	-29.645	3.218	-1.877	0.173	-0.001	-0.334
O	26.131	0.597	24.332	0.274	-0.748	-0.033
O	23.093	4.773	-0.582	-0.057	-0.3	-0.165
O	12.061	3.481	-4.276	-0.374	0.253	0.183
O	18.682	3.11	-2.203	0.057	0.212	0.004

Results
total energy: -397823.329 eV
total energy less fixed offsets of O -438.25, Si -107.07 eV per atom: 24.471 eV
